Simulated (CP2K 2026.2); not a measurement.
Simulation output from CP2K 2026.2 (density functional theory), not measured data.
Periodic cell of 1405 atoms, Si912O493, from a study of silicon, its oxide and their interface. The atomic structure is a simulated model.
Doubt: the forces sum to 6.48 eV/angstrom along one axis rather than to zero, so they err by at least 0.0046 eV/angstrom per atom on average; the grid cutoff is modest.

Settings: functional PBE; method Gaussian and plane waves; basis set DZVP-MOLOPT-SR-GTH; pseudopotentials GTH-PBE; grid cutoff 300 Ry, relative cutoff 40 Ry; k points Gamma only; occupations fixed; spin none; net charge 0.

Cell vectors (angstrom)
a, 46.1613, 0, 0
b, 0, 15.3871, 0
c, -5.1782, -0.442, 34.3307

Atoms and the computed forces on them: element, x, y, z (angstrom), force x, y, z (eV/angstrom)
Si, -3.173, 0.6511, -1.5464, -0.0508, -0.0451, 0.1153
Si, -4.1158, 3.3773, -1.7079, -0.1047, -0.0707, 0.089
Si, -1.4593, -7.5804, -3.8823, -0.0705, 0.0708, 0.0628
Si, -3.5841, 7.4695, 0.9946, -0.0822, -0.3789, 0.5598
Si, -0.3054, -0.0272, -1.7359, -0.0069, 0.0362, 0.1247
Si, 0.7216, 2.6962, -2.2193, 0.0046, -0.0033, 0.0867
Si, -5.5676, 4.8813, -5.8754, -0.0662, -0.0135, 0.032
Si, -2.1587, -5.1915, -2.0088, 0.0805, -0.1048, -0.0571
Si, 4.8577, 0.258, -0.7115, 0.0934, -0.2091, 0.6908
Si, 3.6902, 3.1005, -1.3706, -0.0549, 0.0646, 0.1685
Si, 3.2892, -7.9167, -1.4653, 0.0486, 0.0831, 0.056
Si, 3.0554, -4.742, -1.7484, -0.0234, -0.0609, 0.3216
Si, 7.16, -0.3373, -0.5658, -0.1774, 0.2586, 0.7209
Si, 8.5589, 1.628, -2.6121, 0.0453, -0.0029, 0.0994
Si, 12.2278, 5.4928, -3.8695, 0.1328, 0.0298, -0.0005
Si, 7.8453, -3.3417, -1.3432, -0.0245, 0.121, 0.1328
Si, 1.0808, 0.0083, 0.9756, 0.7007, 0.0607, 0.2606
Si, -0.5294, 4.4114, -0.074, -0.0482, 0.0744, 0.0722
Si, 0.4446, -8.6371, -1.7492, 0.042, -0.0988, 0.1507
Si, -0.8721, -6.8516, 0.2328, -0.1195, -0.0715, 0.0546
Si, 3.4617, -0.0807, 1.2824, -0.065, -0.0459, -0.1194
Si, 4.2145, 3.7223, 1.4962, -0.2329, -0.0625, 0.7114
Si, 4.275, -7.8402, 1.4787, -0.1825, 0.0392, 0.7634
Si, 4.0414, -4.0622, 1.2252, -0.2396, 0.1017, 0.7214
Si, 8.2898, -0.1826, 1.4857, 0.1253, 0.0081, -0.1233
Si, 7.3905, 3.7081, 1.5476, 0.2118, 0.0196, 0.7802
Si, 7.4202, -7.7552, 1.411, 0.218, -0.0244, 0.7658
Si, 7.215, -3.9892, 1.4566, 0.109, 0.0685, 0.7346
Si, 10.6325, -0.4792, 1.003, -0.6477, 0.0552, 0.3101
Si, 11.9101, 4.6545, 1.1338, 0.0115, 0.3487, 0.5674
Si, 9.7075, -7.1771, -0.6254, -0.1429, -0.0885, 0.0803
Si, 10.0221, -4.7022, -2.4926, -0.0187, -0.0929, 0.125
Si, 0.1544, 2.2582, 2.9272, -0.0643, 0.2723, 0.4677
Si, 0.126, 4.7414, 2.7855, -0.0756, -0.1049, 0.6503
Si, -0.0287, -5.3726, 2.8468, 0.0014, -0.1011, 0.751
Si, 0.0834, -2.2752, 2.8812, -0.0242, 0.1717, 0.7032
Si, 3.8679, 1.7584, 2.7312, -0.0008, 0.0622, -0.023
Si, 3.9338, 5.6442, 2.7894, 0.0177, 0.0098, -0.0627
Si, 3.8469, -5.8815, 2.7098, 0.0525, -0.0207, -0.0869
Si, 3.7863, -2.0584, 2.5538, 0.0076, -0.032, -0.0281
Si, 7.7888, 1.7527, 2.7674, -0.0214, 0.0692, -0.0024
Si, 7.7316, 5.7038, 2.7435, -0.0143, -0.0065, -0.0187
Si, 7.673, -5.8517, 2.7882, 0.0077, -0.0654, -0.0529
Si, 7.6656, -2.0565, 2.7515, -0.0156, -0.0738, 0.0416
Si, 11.5772, 1.9211, 2.7665, -0.0279, -0.0457, 0.7773
Si, 11.6465, 6.1984, 2.8289, -0.002, 0.06, -0.0103
Si, 11.5737, -5.139, 3.0274, -0.0233, 0.0088, 0.0215
Si, 11.4351, -2.6682, 2.8834, 0.0651, -0.1918, 0.4625
Si, -1.8928, 1.8139, 4.0054, 0.0159, 0.023, 0.0477
Si, -1.8536, 5.6051, 3.9027, 0.0435, 0.0583, -0.0115
Si, -1.9483, -5.7555, 4.1279, -0.023, -0.0223, -0.0162
Si, -1.9158, -2.0085, 4.088, -0.0225, -0.0422, -0.0382
Si, 2.0472, 1.8646, 4.2179, -0.0003, -0.0369, 0.0575
Si, 1.9573, 5.5957, 4.0522, -0.0356, 0.0222, -0.0045
Si, 1.931, -5.8438, 4.0681, -0.0232, -0.0014, 0.0016
Si, 2.0252, -2.0571, 4.1383, -0.0287, 0.0098, 0.011
Si, 5.8114, 1.7531, 4.0811, -0.016, 0.0111, 0.0329
Si, 5.836, 5.6842, 4.1658, 0.0043, 0.0036, 0.0421
Si, 5.7447, -5.8489, 4.1365, -0.0343, 0.0284, 0.0544
Si, 5.6936, -1.9822, 4.0233, -0.0416, -0.0223, 0.0094
Si, 9.666, 1.9109, 4.1411, -0.0037, -0.026, 0.0137
Si, 9.6759, 5.7929, 4.0745, -0.0282, 0.0003, 0.0214
Si, 9.5988, -5.7403, 4.1727, 0.0141, 0.0236, 0.0357
Si, 9.5442, -2.1072, 4.1846, 0.0286, 0.0362, 0.001
Si, -1.9142, -0.0725, 5.4081, 0.0481, -0.0056, -0.0265
Si, -1.9307, 3.7571, 5.3831, 0.0202, -0.0045, -0.0286
Si, -1.8755, 7.5801, 5.3051, -0.0077, 0.002, -0.015
Si, -1.9325, -3.8762, 5.5229, 0.0286, 0.0016, 0.0489
Si, 1.9682, -0.1107, 5.4693, -0.0162, -0.0096, -0.0229
Si, 2.0401, 3.7842, 5.542, -0.0341, -0.011, 0.0011
Si, 1.8929, 7.5773, 5.3701, -0.009, 0.0197, -0.0219
Si, 1.9872, -3.9606, 5.4978, -0.045, -0.0113, -0.0083
Si, 5.7529, -0.1158, 5.4763, -0.0108, -0.0108, 0.0009
Si, 5.82, 3.7181, 5.4491, 0.0036, 0.0311, -0.0297
Si, 5.7671, 7.6216, 5.4991, -0.0061, -0.0052, -0.0039
Si, 5.7367, -3.8903, 5.4472, 0.0323, -0.0269, -0.0477
Si, 9.6396, -0.0752, 5.4402, 0.0018, 0.0176, -0.0385
Si, 9.6626, 3.8595, 5.4615, 0.0173, -0.0084, -0.0126
Si, 9.6236, -7.7039, 5.4696, -0.0081, 0.0066, -0.0073
Si, 9.5233, -3.9152, 5.6361, 0.0499, -0.0246, -0.0069
Si, 0.0125, -0.0799, 6.7781, 0.0122, -0.0014, 0.0521
Si, 0.0189, 3.7755, 6.7558, -0.0082, 0.0099, 0.0404
Si, -0.0053, 7.6197, 6.7479, 0.008, 0.0045, 0.0376
Si, 0.0291, -3.9061, 6.8169, -0.0085, -0.0063, 0.0103
Si, 3.8541, -0.0826, 6.8607, 0.001, 0.0102, 0.0033
Si, 3.9343, 3.7741, 6.8783, 0.0223, -0.0143, 0.0352
Si, 3.8087, 7.6053, 6.7922, -0.011, 0.0093, 0.0041
Si, 3.8669, -3.9243, 6.8695, 0.0146, -0.0035, 0.0159
Si, 7.7062, -0.0712, 6.8068, -0.006, -0.0128, 0.0009
Si, 7.7286, 3.8023, 6.8137, -0.0142, -0.0072, 0.0318
Si, 7.6996, -7.719, 6.8432, -0.004, -0.0071, 0.0095
Si, 7.5967, -3.8797, 6.9079, -0.0444, 0.0034, 0.038
Si, -3.8428, -0.0286, 6.7586, -0.0195, -0.0221, 0.0056
Si, -3.8103, 3.8221, 6.7896, -0.0006, -0.0296, 0.0453
Si, -3.8047, -7.7315, 6.7121, 0.019, 0.0157, -0.0151
Si, -3.8636, -3.8663, 6.8435, 0.0019, 0.0018, 0.004
Si, -0.0066, 1.856, 13.6103, -0.0009, 0.0057, -0.0132
Si, -0.0295, 5.7553, 13.6304, 0.003, -0.007, -0.0081
Si, -0.0155, -5.8146, 13.6677, -0.0016, 0.006, -0.0245
Si, -0.024, -1.9879, 13.6569, -0.0075, -0.0149, -0.0303
Si, 3.8484, 1.8848, 13.6506, -0.0143, 0.0308, -0.0163
Si, 3.8374, 5.7225, 13.6119, -0.013, -0.0122, -0.0244
Si, 3.8398, -5.8213, 13.6682, 0.017, 0.0108, -0.0063
Si, 3.8248, -1.9678, 13.6466, 0.0018, -0.0031, -0.0162
Si, 7.6987, 1.9044, 13.6226, -0.0182, -0.0004, -0.0247
Si, 7.6825, 5.7306, 13.6099, 0, -0.0129, -0.0115
Si, 7.6626, -5.8215, 13.6063, 0.0106, 0.0262, -0.0239
Si, 7.6735, -1.9329, 13.6004, 0.0003, -0.0193, -0.0243
Si, -3.7893, 1.9083, 13.5425, -0.0018, -0.003, -0.0204
Si, -3.8149, 5.7689, 13.5477, -0.0015, 0.0079, -0.0357
Si, -3.8148, -5.8217, 13.5687, 0.0013, 0.0121, -0.026
Si, -3.8277, -1.9299, 13.5549, 0.0109, -0.0141, -0.0213
Si, -1.9142, 1.8386, 14.9868, 0.0184, 0.0119, 0.0336
Si, -1.9572, 5.7942, 15.0049, 0.0071, 0.0052, 0.0261
Si, -1.9503, -5.8084, 15.0367, -0.0192, -0.0007, 0.024
Si, -1.9667, -1.9862, 15.0138, -0.0205, -0.0118, -0.0172
Si, 1.9017, 1.8713, 14.9869, 0.0181, -0.0107, -0.0117
Si, 1.912, 5.7329, 14.9618, 0.0071, -0.0005, -0.0051
Si, 1.9138, -5.8153, 15.0362, -0.0487, 0.0234, 0.0261
Si, 1.9025, -1.9918, 15.0235, -0.0046, 0.026, 0.0314
Si, 5.7893, 1.8803, 15.0034, 0.0353, -0.0155, 0.0265
Si, 5.7592, 5.7488, 14.9708, 0, -0.0011, 0.0483
Si, 5.784, -5.8533, 15.0211, 0.0161, -0.0152, 0.0273
Si, 5.7678, -1.933, 14.9802, -0.0021, 0.0192, 0.0062
Si, 9.6708, 1.954, 14.9066, 0.0007, 0.0459, -0.0092
Si, 9.6491, 5.7491, 14.8949, 0.0081, -0.0062, 0.0023
Si, 9.6016, -5.8125, 14.9078, -0.0042, -0.033, 0.0115
Si, 9.6157, -1.8905, 14.9103, -0.0007, -0.0009, 0.0229
Si, -1.9267, -0.0897, 16.4026, -0.0023, 0.0141, 0.0209
Si, -1.9165, 3.8115, 16.2662, -0.0303, -0.0019, -0.0606
Si, -1.942, -7.6933, 16.4676, -0.0089, 0.0004, 0.0464
Si, -2.07, -3.8893, 16.4247, -0.0286, -0.0011, -0.0284
Si, 1.9228, -0.0511, 16.3616, -0.0029, 0.0217, -0.0088
Si, 1.8607, 3.8169, 16.3073, -0.011, 0.0074, -0.0209
Si, 1.9669, -7.7663, 16.3641, 0.0405, -0.0028, -0.0074
Si, 1.8464, -3.8995, 16.4272, -0.0115, -0.0374, 0.014
Si, 5.7825, -0.0359, 16.3992, -0.0116, 0.0316, -0.0262
Si, 5.8031, 3.8322, 16.3078, 0.0023, 0.0102, -0.0169
Si, 5.771, -7.778, 16.4286, -0.011, 0.0298, -0.0341
Si, 5.7942, -3.8756, 16.2843, 0.0099, -0.0104, -0.0405
Si, 9.6592, 0.0572, 16.2422, 0.0037, -0.0249, -0.0102
Si, 9.7281, 3.8621, 16.2681, -0.0075, -0.0009, -0.024
Si, 9.5619, -7.7455, 16.2448, 0.0012, 0.0438, -0.019
Si, 9.6125, -3.8532, 16.1695, -0.0101, 0.0064, 0.0034
Si, 0.0415, -0.0739, 17.7764, 0.0074, 0.0228, 0.025
Si, -0.0701, 3.858, 17.6842, 0.0095, 0.0265, 0.049
Si, 0.1035, -7.773, 17.7675, -0.0462, 0.0169, 0.0512
Si, -0.1567, -3.8931, 17.786, 0.0166, -0.0216, 0.0587
Si, 3.8299, -0.0563, 17.7627, 0.0234, -0.0413, 0.0226
Si, 3.8144, 3.781, 17.5731, 0.0012, -0.0262, 0.0001
Si, 3.8505, -7.7927, 17.8169, -0.0057, -0.0124, 0.0392
Si, 3.902, -3.9261, 17.6363, 0.008, 0.0327, 0.0398
Si, 7.7987, 0.051, 17.6405, -0.0039, -0.0685, -0.0055
Si, 7.8099, 3.9148, 17.5756, 0.0114, -0.0111, -0.0103
Si, 7.7395, -7.7974, 17.7447, -0.005, 0.0302, 0.0235
Si, 7.7616, -3.8348, 17.5644, 0.0151, -0.0096, 0.0327
Si, -3.9781, -0.0304, 17.596, -0.0131, -0.0281, 0.0466
Si, -3.7586, 3.787, 17.6776, 0.002, -0.0319, 0.0468
Si, -4.0152, -7.6683, 17.6964, 0.0044, 0.0193, 0.0574
Si, -4.1043, -3.8832, 17.7035, 0.0124, -0.0116, 0.1181
Si, -0.048, 1.9427, 19.0273, -0.0155, -0.0466, 0.0168
Si, 0.0786, 5.692, 19.206, 0.0415, -0.0873, -0.0369
Si, 0.126, -5.8256, 19.1022, 0.0637, 0.0056, -0.048
Si, 0.1561, -2.0071, 19.175, 0.0416, 0.0975, -0.0086
Si, 3.8012, 1.936, 19.0274, -0.0552, -0.0307, 0.0414
Si, 3.8772, 5.5682, 19.0796, 0.0193, 0.0494, 0.0814
Si, 3.9892, -5.7935, 19.0796, 0.0253, -0.0455, 0.0988
Si, 3.993, -2.0474, 19.0338, -0.5092, 0.0686, -0.2413
Si, 7.7769, 2.0384, 18.9313, 0.0232, -0.0304, 0.0399
Si, 7.8795, 5.6645, 19.1842, 0.0296, 0.0554, 0.0799
Si, 8.1491, -5.7643, 18.8509, 0.2604, -0.0354, -0.4429
Si, 8.4036, -1.9187, 18.791, 0.0712, 0.0022, -0.0134
Si, -3.8611, 1.8103, 19.0479, 0.0284, 0.0198, 0.0224
Si, -3.7292, 5.7739, 18.9653, -0.0321, -0.0669, -0.0448
Si, -4.8191, -5.7826, 18.9589, -0.0526, -0.0305, -0.0627
Si, -4.7875, -1.891, 18.8148, -0.1896, -0.1228, -0.6752
Si, -1.9391, 1.5751, 20.4293, 0.0663, 0.2006, -0.725
Si, -1.8947, 6.3606, 20.3392, 0.0811, 0.0353, -0.0241
Si, -1.2718, -6.7438, 20.7586, 0.06, -0.2784, -0.737
Si, -1.0136, -1.4089, 21.1441, 0.332, -0.1437, -0.5923
Si, 1.8504, 2.4531, 20.2989, 0.1568, 0.3088, -0.4811
Si, 2.5661, -9.1745, 23.3129, 0.0215, -0.1449, -0.2711
Si, 2.0778, -5.1765, 20.3101, -0.0284, 0.2983, -0.5911
Si, 2.1398, -2.7038, 20.3202, 0.0184, -0.1385, -0.1253
Si, 5.7947, 2.5409, 20.0984, 0.0102, -0.0147, 0.0154
Si, 5.8693, 4.9409, 20.2282, -0.0305, -0.1473, -0.7132
Si, 5.6922, -5.891, 20.7196, -0.2527, 0.1569, -0.6139
Si, 6.9027, -1.7116, 20.4867, 0.3055, -0.0607, -0.4132
Si, -5.8168, 2.1751, 20.298, -0.0069, -0.1895, -0.7291
Si, -5.2774, 5.2869, 20.6292, 0.4342, 0.1471, -0.535
Si, -4.079, -5.5158, 21.1555, -0.2656, -0.0615, -0.6987
Si, -3.7615, -2.4877, 21.6485, 0.0556, -0.1339, -0.0949
Si, 5.8366, -3.3874, 22.5451, 0.0334, -0.1316, -0.1741
Si, -6.1299, -8.9421, 25.3536, 0.0036, 0.0187, 0.0235
Si, 6.5957, -4.5523, 25.3328, -0.1001, -0.0175, -0.0653
Si, 2.0058, 4.9211, 20.4155, -0.0272, -0.2339, -0.7333
Si, 1.6471, -1.9379, 22.4671, -0.0388, -0.0851, -0.5947
Si, -6.8568, 3.5285, 25.0936, -0.0874, -0.1422, -0.0457
Si, 6.133, 1.0262, 21.788, -0.17, 0.3836, -0.4447
Si, 1.3222, -4.1726, 24.6601, 0.0261, 0.0156, -0.0169
Si, 6.3483, 2.9118, -7.0053, 0.0383, -0.0962, -0.1287
Si, 1.0092, -6.5622, 22.8684, 0.1386, 0.1181, -0.2737
Si, -1.6357, 3.2623, 23.0867, 0.0633, -0.073, -0.1048
Si, 1.0568, 2.1459, 23.1883, -0.1121, -0.0568, -0.078
Si, 3.7468, -4.2799, 26.6561, 0.0272, -0.0159, -0.0578
Si, 8.7171, 1.5746, 23.1337, -0.0159, 0.0183, -0.2518
Si, -2.9504, -9.4342, 22.4153, 0.2179, 0.0656, -0.6109
Si, -6.2105, -3.1405, 26.16, 0.0935, -0.0167, -0.1134
Si, 9.2659, -1.161, -6.2959, 0.0615, 0.0352, 0.0166
Si, 0.1587, -8.5406, -6.0777, -0.1816, 0.048, -0.0016
Si, -1.0021, -3.6828, 26.5098, -0.0866, 0.0146, -0.06
Si, 7.1323, -7.4846, -6.2922, 0.1441, 0.0101, 0.1414
Si, 2.052, -6.2667, -5.7747, 0.0287, 0.1011, -0.1181
Si, -3.6491, -5.0071, 25.9338, -0.0157, -0.0252, -0.0545
Si, 6.7433, -7.5815, 25.0389, 0.0126, 0.0079, -0.0346
Si, 11.7107, -1.1852, -4.5403, -0.0373, 0.0434, 0.0046
Si, -4.2562, -7.099, 23.6445, 0.1536, -0.0087, -0.0417
Si, 5.5537, -0.0528, 25.9668, -0.047, -0.0151, -0.0396
Si, -0.4222, 4.1049, -4.7233, -0.0647, -0.0299, 0.0504
Si, 6.866, 5.0853, -5.1743, 0.0428, -0.036, 0.0832
Si, -1.2212, -2.6085, -3.2456, -0.0417, 0.1461, 0.0799
Si, 2.8842, 3.7389, 25.0232, -0.1459, -0.0205, -0.0315
Si, 1.3012, -3.906, -4.0989, 0.215, 0.1519, 0.1389
Si, -3.1571, -0.1329, 26.5431, 0.1162, 0.0847, 0.0132
Si, 4.933, -5.5392, -5.8177, 0.0062, 0.1051, 0.171
Si, 9.721, -7.6668, -7.29, 0.0353, 0.0052, 0.124
Si, 5.632, 3.0709, 25.984, 0.0356, -0.0041, 0.0258
Si, 13.3094, -0.1646, -6.9167, -0.0604, -0.0847, -0.0226
Si, 5.6569, -3.8532, -3.3232, -0.0056, 0.0468, 0.0397
Si, 4.2223, -0.8628, 23.2537, 0.0798, 0.0129, -0.0472
Si, 7.9118, 4.2138, -1.3363, -0.0221, 0.0575, 0.1645
Si, -0.2488, 2.2252, -7.1407, 0.0004, -0.021, 0.0135
Si, 5.5338, -8.5414, 22.4982, -0.0462, 0.0112, -0.1508
Si, -4.9653, -1.2219, 24.2878, -0.0455, -0.0127, -0.1769
Si, 4.9823, -0.8581, -3.587, 0.0535, -0.053, 0.0904
Si, 2.9381, -1.6055, -5.6488, -0.094, -0.1347, 0.0115
Si, 5.4432, 5.4352, -2.3639, -0.0904, -0.0359, 0.1124
Si, 7.2505, 0.6306, -5.0764, -0.0867, 0.0843, 0.0224
Si, -0.8874, 1.441, 25.2319, 0.0555, -0.0365, -0.163
Si, 9.1431, -5.7918, -5.3228, 0.0096, -0.0386, 0.0241
Si, 11.2393, 0.5532, -1.9333, -0.0134, 0.0347, 0.1581
Si, 10.5896, 5.503, -1.4858, -0.0137, -0.0308, 0.0962
Si, 13.7852, -7.4169, -3.7179, -0.0179, 0.0979, 0.1608
Si, 11.8613, -7.0517, 1.7207, -0.0195, 0.017, 0.6523
Si, 14.2546, 0.5212, -1.794, -0.0168, 0.0114, 0.1962
Si, 16.01, 3.028, -1.9222, -0.0549, 0.035, 0.196
Si, 9.8655, 4.8996, -5.8767, -0.1222, 0.0481, -0.0476
Si, 13.1153, -4.7931, -2.0821, 0.0595, -0.1282, 0.021
Si, 20.2562, 0.5613, -1.2271, -0.0928, 0.0929, 0.1513
Si, 19.0083, 3.3714, -1.3936, 0.0222, 0.0262, 0.1274
Si, 18.6355, -7.4377, -1.5627, 0.0764, 0.0321, 0.2328
Si, 18.6561, -4.2457, -1.736, -0.083, -0.0043, 0.222
Si, 23.3309, 0.0319, -0.9231, 0.0885, 0.0163, 0.6544
Si, 23.9959, 2.5451, -2.6926, -0.0583, -0.1137, 0.1768
Si, -18.5016, 5.5117, -3.8454, 0.1209, -0.0547, -0.0475
Si, 23.6828, -2.973, -1.562, -0.1706, 0.1158, 0.2708
Si, 15.6241, 0.0076, 0.9981, 0.0927, -0.0261, 0.2244
Si, 14.9794, 4.7697, 0.3968, 0.1805, -0.0456, 0.6293
Si, 15.7374, -8.1419, -1.451, -0.0342, 0.043, 0.0817
Si, 14.3296, -6.1446, 0.3309, 0.0025, -0.0886, 0.1198
Si, 18.7318, 0.0451, 1.4354, 0.0819, 0.0367, 0.8275
Si, 19.5626, 3.9137, 1.496, -0.2434, -0.0102, 0.7658
Si, 19.5794, -7.6209, 1.4269, -0.2595, -0.0013, 0.797
Si, 19.3745, -3.7809, 1.2682, -0.2367, -0.0049, 0.742
Si, 23.7396, 0.1222, 1.3782, 0.0617, 0.0525, -0.0333
Si, 22.7106, 4.0392, 1.5375, 0.1484, -0.1285, 0.7414
Si, 22.7112, -7.5594, 1.5391, 0.1356, 0.0263, 0.7822
Si, 22.5683, -3.6621, 1.3269, 0.1917, 0.0102, 0.787
Si, 26.1562, 0.2024, 1.171, -0.347, 0.3258, 0.5118
Si, 27.2369, 3.9348, 1.1348, -0.2372, -0.0565, 0.7547
Si, 24.755, -7.8678, -0.922, -0.0461, -0.0531, 0.0792
Si, -20.6143, -5.2473, -2.4428, -0.1324, -0.1034, 0.1466
Si, 15.35, 2.3703, 3.0816, 0.1277, 0.3738, 0.4089
Si, 15.4073, 4.8214, 2.7287, -0.0301, -0.0648, 0.0558
Si, 15.2952, -4.8044, 2.9373, 0.0179, 0.156, 0.6834
Si, 15.3068, -2.3537, 3.0475, 0.1023, -0.3028, 0.4482
Si, 19.1651, 1.9639, 2.7449, 0.0045, -0.016, -0.0645
Si, 19.2527, 5.8452, 2.7527, -0.0054, 0.0305, -0.0645
Si, 19.1501, -5.6726, 2.6693, 0.038, 0.0014, -0.0972
Si, 19.0729, -1.8991, 2.6911, -0.0104, 0.0246, -0.0581
Si, 23.1537, 2.0167, 2.6572, -0.0488, 0.0644, -0.0131
Si, 22.9877, 5.9124, 2.8734, -0.001, 0.0185, 0.0084
Si, 22.9858, -5.5641, 2.7022, -0.0539, -0.0228, -0.037
Si, 23.0608, -1.7758, 2.6482, -0.0474, -0.0522, 0.0042
Si, 26.9466, 1.9928, 2.5349, 0.0216, 0.0351, -0.0594
Si, 26.9222, 5.8104, 2.5498, 0.0193, 0.0147, -0.0582
Si, 26.8414, -5.3344, 2.8058, 0.0358, -0.1643, 0.7736
Si, 26.8721, -2.2486, 2.7906, 0.012, 0.2302, 0.7393
Si, 13.3982, 1.9725, 4.2569, -0.0184, -0.0096, 0.019
Si, 13.5794, 5.736, 4.0611, 0.044, 0.025, 0.0685
Si, 13.4936, -5.5762, 4.2874, 0.0746, -0.0348, -0.0141
Si, 13.326, -1.9838, 4.1958, -0.0644, -0.0169, -0.0327
Si, 17.3442, 1.9962, 4.2234, 0.0067, -0.0239, 0.0423
Si, 17.2617, 5.702, 3.9824, -0.0079, 0.0446, 0.047
Si, 17.2315, -5.6513, 4.034, -0.0478, -0.0345, 0.0082
Si, 17.287, -1.9381, 4.2155, -0.0459, -0.0023, -0.0029
Si, 21.1685, 1.9364, 4.0235, 0.0171, -0.004, -0.0025
Si, 21.0929, 5.8572, 4.2215, -0.014, 0.0042, 0.0189
Si, 21.0688, -5.6472, 4.0785, 0.0022, 0.0172, 0.0308
Si, 21.0838, -1.7892, 4.0007, -0.0016, -0.0193, -0.0023
Si, 25.0695, 2.073, 4.0188, 0.0214, -0.0531, -0.0318
Si, 25.034, 5.8514, 4.0107, -0.0273, 0.0366, 0.0189
Si, 24.9028, -5.6254, 4.0831, 0.036, -0.0054, -0.003
Si, 24.9355, -1.9151, 4.0915, -0.0172, 0.0071, -0.0343
Si, 13.4031, -0.0169, 5.4957, 0.0321, 0.0259, -0.0107
Si, 13.4015, 3.9102, 5.5593, 0.0096, 0.0375, -0.046
Si, 13.561, -7.6739, 5.4123, 0.0187, -0.0038, -0.0349
Si, 13.4382, -3.7649, 5.7168, 0.0127, -0.0362, 0.0505
Si, 17.2987, 0.0262, 5.4983, -0.0335, -0.0028, -0.0276
Si, 17.3562, 3.9181, 5.5353, -0.0452, 0.0225, -0.0469
Si, 17.2131, -7.6703, 5.3116, -0.0094, -0.0025, -0.0851
Si, 17.3393, -3.8455, 5.5567, -0.0558, 0.005, -0.0117
Si, 21.1302, 0.066, 5.441, -0.0234, -0.0062, 0.0017
Si, 21.144, 3.856, 5.4422, -0.0093, 0.0319, -0.0329
Si, 21.1077, -7.5664, 5.477, -0.0141, 0.0064, 0.0048
Si, 21.1194, -3.721, 5.4153, 0.0041, -0.006, -0.0568
Si, 25.015, 0.0878, 5.3542, 0.0323, 0.0016, -0.0222
Si, 25.0281, 3.9463, 5.4156, 0.0241, 0.033, -0.0108
Si, 25.0005, -7.6067, 5.3722, 0.0074, -0.0158, -0.0072
Si, 24.9364, -3.7756, 5.5145, 0.0261, 0.0087, 0.0054
Si, 15.3607, 0.004, 6.8327, 0.014, 0.0077, 0.0129
Si, 15.3886, 3.8868, 6.8372, 0.0053, 0.0042, -0.0031
Si, 15.4136, -7.6524, 6.8263, 0.0054, 0.0136, 0.0417
Si, 15.4261, -3.7951, 6.9312, 0.0045, 0.003, 0.0438
Si, 19.2248, 0.0443, 6.8391, 0.0004, 0.0283, 0.0035
Si, 19.2627, 3.8887, 6.8668, 0.0153, -0.0258, 0.0278
Si, 19.1433, -7.6311, 6.7506, -0.0198, -0.0127, 0.002
Si, 19.2586, -3.7901, 6.8643, 0.0294, 0.0081, 0.0287
Si, 23.0934, 0.0627, 6.7516, 0.0039, -0.0093, 0.0164
Si, 23.0874, 3.9029, 6.7657, -0.0047, -0.0111, 0.0484
Si, 23.0788, -7.6244, 6.77, 0.0039, 0.0018, -0.0026
Si, 23.014, -3.775, 6.8257, -0.0097, 0.0121, 0.0311
Si, 11.5103, -0.0314, 6.8707, -0.0125, 0.0044, 0.0098
Si, 11.5142, 3.8701, 6.905, -0.0295, -0.0202, 0.0289
Si, 11.5884, -7.7064, 6.7768, 0.0078, 0.002, -0.0129
Si, 11.4743, -3.8585, 6.96, 0.0036, 0.0024, 0.0076
Si, 15.3936, 1.9036, 13.6361, -0.0036, 0.0071, -0.0132
Si, 15.3808, 5.8182, 13.6463, 0.0129, -0.0042, -0.0116
Si, 15.3762, -5.7613, 13.6884, 0.006, 0.0132, -0.0239
Si, 15.3575, -1.9232, 13.6899, -0.0096, -0.0198, -0.0224
Si, 19.2467, 1.968, 13.6426, 0.0029, 0.0296, -0.0079
Si, 19.243, 5.8013, 13.6144, -0.0077, -0.0078, -0.0283
Si, 19.233, -5.75, 13.6543, 0.0296, 0.0034, -0.0092
Si, 19.2133, -1.8997, 13.6231, 0.0142, 0.0017, -0.0171
Si, 23.0759, 1.9895, 13.5555, -0.0254, 0.0036, -0.0244
Si, 23.0843, 5.8004, 13.5768, -0.0031, -0.0112, -0.0124
Si, 23.0584, -5.7608, 13.5468, 0.0083, 0.036, -0.0265
Si, 23.0613, -1.8699, 13.5399, -0.013, -0.01, -0.0231
Si, 11.6002, 1.919, 13.5971, 0.006, 0.013, -0.0147
Si, 11.5801, 5.7883, 13.5854, -0.0044, 0.0127, -0.0316
Si, 11.5654, -5.8037, 13.6311, 0.0055, 0.006, -0.0179
Si, 11.5594, -1.9143, 13.6135, 0.0211, -0.0208, -0.0173
Si, 13.4882, 1.8619, 15.0158, 0.018, -0.0058, 0.0288
Si, 13.4547, 5.8417, 15.0123, -0.0151, 0.0081, 0.023
Si, 13.4475, -5.7703, 15.067, -0.0315, -0.0053, 0.0106
Si, 13.421, -1.9433, 15.0659, -0.014, -0.0049, -0.0083
Si, 17.3088, 1.9305, 14.9971, 0.0196, -0.0163, -0.0066
Si, 17.3207, 5.8091, 14.9766, -0.0018, -0.0011, -0.0001
Si, 17.3091, -5.7641, 15.0377, -0.0613, 0.0271, 0.0263
Si, 17.301, -1.9315, 15.0216, -0.008, 0.0154, 0.0369
Si, 21.1911, 1.9571, 14.9773, 0.0126, -0.0159, 0.0247
Si, 21.1717, 5.8151, 14.9613, -0.0108, -0.0084, 0.0462
Si, 21.1846, -5.7912, 14.9789, -0.0032, -0.0135, 0.0239
Si, 21.1571, -1.8788, 14.9333, 0.0019, 0.0158, 0.0016
Si, 25.0416, 2.0476, 14.8292, -0.0033, 0.0252, -0.0097
Si, 25.0452, 5.7981, 14.8767, 0.003, 0.0062, 0.008
Si, 24.9978, -5.7704, 14.8429, 0.0072, -0.0143, 0.0112
Si, 25.0077, -1.8307, 14.8362, 0.0022, -0.01, -0.0071
Si, 13.464, -0.0476, 16.4661, -0.0146, 0.0218, 0.0317
Si, 13.5095, 3.8542, 16.2462, 0.0059, -0.0107, -0.0643
Si, 13.4578, -7.6579, 16.485, 0.0106, 0.0067, 0.0584
Si, 13.3222, -3.8593, 16.458, -0.012, -0.0064, -0.0078
Si, 17.3365, 0.0006, 16.3695, 0.007, 0.0343, -0.0043
Si, 17.2664, 3.8849, 16.307, -0.0129, 0.0017, -0.0224
Si, 17.3555, -7.6964, 16.3968, 0.0465, -0.0084, -0.0068
Si, 17.2247, -3.8475, 16.4136, -0.0152, -0.0391, -0.0021
Si, 21.1471, 0.0171, 16.3388, -0.0201, 0.0531, -0.0228
Si, 21.2216, 3.8983, 16.3061, 0.035, -0.0103, -0.004
Si, 21.1626, -7.6994, 16.4046, -0.0077, 0.0244, -0.0382
Si, 21.1758, -3.8202, 16.2413, -0.0029, -0.0146, -0.046
Si, 24.9957, 0.1437, 16.1275, -0.0225, -0.0447, -0.0119
Si, 25.1147, 3.91, 16.2611, 0.0296, -0.0006, -0.0017
Si, 24.9578, -7.6861, 16.2159, -0.006, 0.0589, -0.0034
Si, 25.0104, -3.8026, 16.0854, -0.0175, 0.0172, -0.0348
Si, 15.4555, -0.0237, 17.7782, 0.0166, 0.0153, 0.0036
Si, 15.3334, 3.9238, 17.6852, 0.0008, 0.0198, 0.0401
Si, 15.4791, -7.7155, 17.8056, -0.048, 0.0328, 0.057
Si, 15.2388, -3.8504, 17.7984, 0.0032, -0.0187, 0.064
Si, 19.243, -0.0035, 17.7714, 0.0318, -0.0444, 0.0254
Si, 19.2234, 3.8446, 17.5583, -0.0034, -0.032, -0.0083
Si, 19.259, -7.7075, 17.8228, -0.0114, -0.0111, 0.0348
Si, 19.2742, -3.8741, 17.5938, 0.0256, 0.0284, 0.0389
Si, 23.1448, 0.0834, 17.5571, 0.0195, -0.0707, -0.031
Si, 23.2205, 3.9569, 17.6028, -0.0339, -0.009, 0.0006
Si, 23.1261, -7.7192, 17.7156, 0.0338, 0.0295, 0.0336
Si, 23.1581, -3.7852, 17.4794, 0.0151, -0.008, 0.0342
Si, 11.4558, -0.0239, 17.7623, 0.0399, -0.0174, 0.0378
Si, 11.6674, 3.8235, 17.6331, 0.0095, 0.0001, 0.064
Si, 11.3794, -7.635, 17.6901, 0.0046, 0.0339, 0.0553
Si, 11.3148, -3.8552, 17.7711, 0.0271, -0.018, 0.0517
Si, 15.3582, 1.9987, 19.0058, -0.0103, -0.0465, 0.0155
Si, 15.4151, 5.7468, 19.234, 0.0314, -0.0865, -0.0007
Si, 15.4699, -5.7715, 19.1513, 0.057, 0.0019, -0.0439
Si, 15.5416, -1.953, 19.1719, 0.0216, 0.0939, 0.0262
Si, 19.1904, 2.0041, 19.0206, -0.0592, -0.032, 0.0366
Si, 19.2607, 5.6374, 19.0558, 0.013, 0.0498, 0.0696
Si, 19.3773, -5.6958, 19.0842, 0.0427, -0.0524, 0.1015
Si, 19.3728, -2.0272, 19.014, -0.4823, 0.1481, -0.2441
Si, 23.0894, 2.0207, 18.8923, 0.0337, 0.0168, 0.0491
Si, 23.2533, 5.7642, 19.1689, 0.0042, 0.0455, 0.0523
Si, 23.5645, -5.6765, 18.8046, 0.2462, -0.071, -0.4303
Si, 23.7555, -1.876, 18.7062, 0.052, 0.0034, -0.0045
Si, 11.5481, 1.9256, 19.0774, 0.0123, -0.0041, -0.0012
Si, 11.6109, 5.7978, 18.9137, 0.0427, -0.0031, -0.0596
Si, 10.5863, -5.7784, 18.9874, -0.064, -0.0258, -0.0521
Si, 10.7982, -1.9169, 19.0722, -0.0075, 0.0261, 0.0268
Si, 13.4824, 1.6563, 20.4155, 0.0835, 0.2043, -0.771
Si, 13.4039, 6.4325, 20.3447, 0.0436, 0.0289, -0.049
Si, 14.054, -6.6585, 20.8443, 0.0682, -0.2745, -0.7993
Si, 14.3368, -1.3601, 21.1255, 0.3695, -0.1705, -0.5805
Si, 17.2369, 2.5318, 20.2784, 0.1748, 0.2842, -0.5073
Si, 17.9938, -9.0795, 23.2372, 0.0486, -0.1823, -0.2751
Si, 17.4474, -5.1181, 20.3165, -0.052, 0.2856, -0.6032
Si, 17.5169, -2.6479, 20.3116, 0.0172, -0.1169, -0.1455
Si, 21.1664, 2.6062, 20.1119, -0.0417, -0.0122, 0.0188
Si, 21.2469, 5.0111, 20.208, -0.0407, -0.1703, -0.6633
Si, 21.1221, -5.7479, 20.6944, -0.3043, 0.2165, -0.5714
Si, 22.259, -1.7133, 20.4387, 0.362, -0.0751, -0.404
Si, 9.6455, 2.5949, 20.3003, -0.0535, 0.3078, -0.5875
Si, 9.9472, 5.0406, 20.3882, -0.2526, -0.2065, -0.5084
Si, 11.2282, -5.4364, 21.1953, -0.2529, -0.0667, -0.7071
Si, 11.464, -2.3594, 21.3349, -0.1917, 0.1834, -0.7019
Si, 21.2766, -3.3075, 22.6171, 0.0004, -0.1411, -0.1714
Si, 9.3261, -8.7565, 25.6161, 0.0357, 0.0358, 0.0495
Si, 21.9178, -4.4484, 25.4301, -0.0735, 0.0202, -0.1045
Si, 17.3848, 4.9833, 20.3866, -0.0662, -0.1968, -0.7684
Si, 17.0078, -1.9271, 22.4655, -0.0816, -0.0391, -0.6097
Si, 8.6555, 3.7074, 25.3855, -0.1489, -0.1445, -0.1076
Si, 21.4084, 1.0104, 21.7513, -0.1408, 0.4191, -0.4673
Si, 16.7526, -4.0696, 24.6863, 0.0819, -0.0111, -0.0839
Si, 21.71, 3.1067, -7.0406, -0.005, -0.0495, -0.145
Si, 16.4053, -6.4869, 22.901, 0.1129, 0.1597, -0.3165
Si, 13.7267, 3.3968, 23.0553, 0.1238, -0.0753, -0.1321
Si, 16.4236, 2.3191, 23.1779, -0.1171, -0.0336, -0.1036
Si, 24.2776, -3.6148, -7.4481, 0.041, -0.0148, -0.0773
Si, 23.9859, 1.4666, 23.1356, 0.0456, -0.0338, -0.2666
Si, 12.1741, -9.464, 22.2977, 0.1554, 0.0955, -0.622
Si, 9.1977, -3.0361, 26.0438, 0.0194, 0.0294, -0.124
Si, 24.6764, -0.866, -5.9702, 0.1141, 0.0081, -0.0143
Si, 15.7048, -8.2677, -5.8264, -0.1558, -0.0654, 0.021
Si, 14.4007, -3.5178, 26.4013, -0.0929, -0.0547, -0.0458
Si, 22.4987, -7.3268, -6.2239, 0.1641, 0.0154, 0.0907
Si, 17.4497, -5.8982, -5.6382, -0.0242, 0.0759, -0.0582
Si, 11.7487, -4.921, 25.9278, -0.0529, -0.0147, -0.0909
Si, 22.0206, -7.5257, 24.9952, 0.0197, -0.0091, -0.0323
Si, -18.8935, -0.7712, -4.3191, -0.0277, 0.0957, 0.0736
Si, 11.0223, -7.0061, 23.6791, 0.0952, -0.0085, -0.093
Si, 20.8984, 0.0033, 26.0617, -0.0449, -0.0419, -0.1131
Si, 15.0934, 4.3663, -4.5066, -0.0204, -0.0635, 0.0135
Si, 22.2022, 5.2559, -5.152, 0.0663, -0.0468, 0.0919
Si, 14.1175, -2.2851, -3.3087, -0.0851, 0.045, 0.118
Si, 18.3145, 3.8641, 25.0162, -0.1264, -0.0471, -0.0813
Si, 16.8269, -3.4358, -4.1385, 0.0951, 0.0327, 0.1226
Si, 12.056, 0.0974, 26.2444, 0.018, 0.0368, -0.0577
Si, 20.3684, -5.1791, -5.7344, -0.0029, 0.1225, 0.1179
Si, -21.1566, -7.6174, -7.3894, 0.0254, 0.0498, 0.0512
Si, 21.0575, 3.1254, 26.0792, 0.0121, 0.0104, 0.0564
Si, -17.4901, -0.1243, -6.8928, -0.0517, -0.0519, 0.0409
Si, 21.127, -3.2765, -3.4004, -0.102, 0.0482, 0.0638
Si, 19.5495, -0.818, 23.3074, 0.1088, 0.0055, -0.0327
Si, 23.1563, 5.0356, -1.2484, 0.0409, 0.0346, 0.0927
Si, 15.1933, 2.4264, -6.8251, 0.0397, -0.0596, -0.0055
Si, 20.9283, -8.4053, 22.3914, -0.0377, -0.0398, -0.1216
Si, 10.171, -1.0498, 23.9337, 0.0984, -0.0531, -0.172
Si, 20.0927, -0.3684, -3.9355, 0.0702, -0.0339, 0.0947
Si, 18.2742, -1.3182, -6.0047, -0.1393, -0.0312, 0.059
Si, 20.6283, -9.6019, -2.4265, -0.0537, -0.0782, 0.1183
Si, 22.5941, 1.0511, -5.0252, -0.0349, 0.0199, -0.026
Si, 14.4689, 1.5975, 25.1981, 0.0973, -0.0253, -0.1848
Si, 24.6686, -5.8025, -5.3356, -0.0306, -0.0214, 0.0152
Si, -18.604, 0.762, -1.573, -0.0542, -0.047, 0.0846
Si, -19.4415, 3.5818, -1.7703, -0.1011, -0.0742, 0.1375
Si, -16.8014, -7.4104, -3.8858, -0.0706, 0.0907, 0.067
Si, 27.1413, 7.5654, 0.9989, -0.063, -0.3484, 0.5663
Si, -15.7156, 0.1214, -1.776, -0.0069, 0.0571, 0.1079
Si, -14.69, 2.8504, -2.2385, 0.001, -0.0018, 0.0599
Si, -20.9378, 5.0522, -5.8234, -0.0561, -0.0266, 0.0058
Si, -17.5207, -5.0528, -1.9884, 0.0677, -0.0638, -0.0405
Si, -10.8186, 0.3874, -0.853, -0.4249, -0.0459, 0.6046
Si, -11.7342, 3.2619, -1.3994, -0.0061, 0.0368, 0.1658
Si, -12.1991, -7.7509, -1.5493, 0.0737, 0.1036, 0.0737
Si, -12.2753, -4.5942, -1.8005, -0.0494, 0.0249, 0.2546
Si, -7.6933, -0.1473, -0.7723, 0.2581, 0.0219, 0.5924
Si, -6.925, 2.3761, -2.6311, -0.0348, -0.0776, 0.1403
Si, -3.1841, 5.3289, -3.8107, 0.094, -0.0215, -0.0363
Si, -7.1986, -3.1385, -1.571, -0.1331, 0.1442, 0.2409
Si, -14.3815, 0.1249, 0.961, 0.6841, 0.067, 0.2221
Si, -15.954, 4.514, -0.0631, -0.0391, 0.0724, 0.0781
Si, -15.0101, -8.5423, -1.7299, 0.031, -0.1088, 0.1776
Si, -16.2936, -6.715, 0.2394, -0.1425, -0.0674, 0.0597
Si, -12.0073, 0.0566, 1.2303, -0.0651, -0.0641, -0.0918
Si, -11.2034, 3.8563, 1.4543, -0.2161, -0.064, 0.6965
Si, -11.1405, -7.7155, 1.4318, -0.2517, 0.0346, 0.7669
Si, -11.3629, -3.9121, 1.1741, -0.2172, 0.0874, 0.7407
Si, -6.9597, 0.0126, 1.4209, 0.0262, 0.0651, -0.0473
Si, -8.0464, 3.9733, 1.4964, 0.15, -0.1451, 0.721
Si, -8.0065, -7.6456, 1.5337, 0.139, 0.0155, 0.7627
Si, -8.1734, -3.7878, 1.3182, 0.1363, 0.0566, 0.7757
Si, -4.5704, 0.1098, 1.1778, -0.3155, 0.324, 0.5134
Si, -3.4935, 3.8318, 1.1583, -0.1956, -0.0422, 0.7689
Si, -5.9684, -7.9141, -0.9417, -0.0427, -0.0235, 0.0822
Si, -5.2455, -5.2934, -2.5049, -0.1622, -0.0912, 0.1395
Si, 30.8798, 2.3612, 2.9202, -0.0481, 0.2816, 0.4812
Si, -15.3014, 4.8417, 2.7869, -0.0779, -0.1125, 0.6541
Si, 30.7183, -5.2762, 2.8438, -0.0035, -0.0826, 0.7585
Si, 30.823, -2.1803, 2.8473, -0.0212, 0.1644, 0.7021
Si, -11.5367, 1.8808, 2.6769, -0.0031, 0.0742, -0.0446
Si, -11.5032, 5.7674, 2.7523, 0.0125, 0.0167, -0.0631
Si, -11.5808, -5.7503, 2.6466, 0.0552, -0.0137, -0.0902
Si, -11.6143, -1.9198, 2.4993, 0.0222, -0.0398, -0.0487
Si, -7.5784, 1.9496, 2.6244, -0.0402, 0.0348, -0.0251
Si, -7.7437, 5.824, 2.8617, -0.0053, 0.0177, 0.0034
Si, -7.7514, -5.6588, 2.7125, -0.052, -0.023, -0.0421
Si, -7.6657, -1.8896, 2.6431, -0.0449, -0.0601, 0.0079
Si, -3.7706, 1.8963, 2.5511, 0.0212, 0.022, -0.0733
Si, -3.8211, 5.7194, 2.5507, 0.0166, 0.0198, -0.063
Si, -3.8811, -5.4215, 2.8135, 0.0189, -0.1483, 0.7679
Si, -3.8557, -2.3367, 2.7917, 0.0052, 0.2432, 0.7446
Si, 28.8329, 1.9101, 3.9902, 0.0113, 0.0051, 0.0514
Si, -17.278, 5.6924, 3.9023, 0.0446, 0.0613, -0.0134
Si, 28.7883, -5.669, 4.1062, -0.0264, -0.0215, -0.0222
Si, 28.8276, -1.9234, 4.0677, -0.0214, -0.0375, -0.0322
Si, -13.3595, 1.9633, 4.1734, 0.0114, -0.0428, 0.0519
Si, -13.4633, 5.6927, 4.0341, -0.0288, 0.0227, -0.0059
Si, -13.4737, -5.7376, 4.0412, -0.0182, -0.0084, -0.0043
Si, -13.3791, -1.9546, 4.0881, -0.0242, 0.0038, 0.0027
Si, -9.5571, 1.8749, 3.9833, 0.0075, 0.0118, 0.0196
Si, -9.6488, 5.7856, 4.1985, -0.017, 0.0028, 0.0355
Si, -9.6756, -5.7187, 4.0662, -0.0187, 0.022, 0.0453
Si, -9.6635, -1.8553, 3.928, -0.0348, -0.0302, -0.0082
Si, -5.6695, 2.0043, 4.0041, 0.0162, -0.0567, -0.0257
Si, -5.7057, 5.7706, 4.0111, -0.0287, 0.04, 0.0188
Si, -5.8291, -5.7019, 4.0811, 0.0312, -0.0039, -0.0004
Si, -5.7969, -2.0056, 4.0864, -0.0075, 0.0118, -0.03
Si, 28.8317, 0.0137, 5.3848, 0.0448, -0.0001, -0.0273
Si, -17.3542, 3.8408, 5.3755, 0.019, -0.0017, -0.0296
Si, -17.2919, -7.7176, 5.2905, -0.007, 0.0003, -0.0133
Si, 28.8187, -3.7921, 5.5027, 0.023, 0.0011, 0.0495
Si, -13.4307, -0.0151, 5.4244, -0.0268, -0.0073, -0.0279
Si, -13.3677, 3.8704, 5.512, -0.0368, -0.0108, -0.0052
Si, -13.5135, -7.7094, 5.34, -0.0051, 0.0202, -0.0184
Si, -13.406, -3.856, 5.4607, -0.0469, -0.0047, -0.0108
Si, -9.6169, -0.0022, 5.3873, 0.0024, -0.0086, 0.0149
Si, -9.5972, 3.789, 5.4159, -0.0074, 0.0342, -0.0233
Si, -9.6469, -7.6367, 5.459, -0.0097, 0.0036, 0.0077
Si, -9.6455, -3.7722, 5.3716, 0.0195, -0.013, -0.0389
Si, -5.7344, 0.0127, 5.3361, 0.0225, 0.0013, -0.0309
Si, -5.7098, 3.8692, 5.4135, 0.0143, 0.0338, -0.0122
Si, -5.7463, -7.6822, 5.368, 0.0051, -0.0202, -0.003
Si, -5.8073, -3.8535, 5.5159, 0.0271, 0.0057, 0.0072
Si, -15.3892, 0.0043, 6.7385, 0.0132, 0.0013, 0.0469
Si, -15.3905, 3.8529, 6.7262, -0.0088, 0.0045, 0.0452
Si, -15.4121, -7.6807, 6.7192, 0.0071, -0.0054, 0.0335
Si, -15.3686, -3.8231, 6.7824, -0.005, -0.0059, 0.0112
Si, -11.5222, 0.0056, 6.7872, 0.006, 0.0145, 0.005
Si, -11.4732, 3.8385, 6.8471, 0.0265, -0.0052, 0.0361
Si, -11.5962, -7.6798, 6.7575, -0.0058, 0.0016, 0.0012
Si, -11.5107, -3.8255, 6.8127, 0.0202, -0.0041, 0.0182
Si, -7.6634, -0.0025, 6.722, -0.0132, -0.0092, 0.0081
Si, -7.6599, 3.8378, 6.7486, -0.0105, -0.014, 0.051
Si, -7.6775, -7.6859, 6.7546, 0.0021, 0.0034, -0.0011
Si, -7.7516, -3.8287, 6.7973, -0.0212, 0.009, 0.0222
Si, 26.9171, 0.0431, 6.7572, -0.0215, -0.0238, 0.0078
Si, -19.2275, 3.8962, 6.7862, 0.0016, -0.0263, 0.0455
Si, -19.2123, -7.6562, 6.7068, 0.0241, 0.0136, -0.0147
Si, 26.8923, -3.7909, 6.8307, 0.0079, 0.0005, 0.005
Si, -15.3803, 1.9143, 13.583, -0.0094, 0.0057, -0.0132
Si, -15.4077, 5.8062, 13.6125, 0.0051, -0.0118, -0.0108
Si, -15.3888, -5.7502, 13.6183, 0.0085, 0.0132, -0.0188
Si, -15.397, -1.9204, 13.6309, 0.0001, -0.0144, -0.0294
Si, -11.5529, 1.948, 13.5954, -0.0081, 0.0303, -0.0133
Si, -11.5601, 5.7649, 13.5744, -0.0133, -0.0118, -0.0289
Si, -11.5615, -5.7792, 13.5602, 0.0133, 0.0037, -0.0174
Si, -11.5714, -1.9131, 13.5771, 0.0055, -0.0135, -0.0182
Si, -7.7105, 1.945, 13.5517, -0.0101, -0.0033, -0.0215
Si, -7.7116, 5.7504, 13.5698, 0.0099, -0.0111, -0.0144
Si, -7.7195, -5.8052, 13.5328, 0.0125, 0.0314, -0.0192
Si, -7.7273, -1.9079, 13.5377, 0.0006, -0.0107, -0.028
Si, 26.9887, 1.9637, 13.5423, 0.0107, 0.0053, -0.0232
Si, -19.1867, 5.8192, 13.5558, -0.0017, 0.0168, -0.0377
Si, 26.9581, -5.7718, 13.5587, -0.0003, 0.0057, -0.0262
Si, 26.9614, -1.8707, 13.5509, 0.0042, -0.0133, -0.019
Si, 28.8803, 1.9012, 14.9629, 0.015, 0.0077, 0.0448
Si, -17.3226, 5.8395, 15.0075, -0.0053, -0.0086, 0.0388
Si, 28.8443, -5.762, 14.9863, -0.0128, -0.0026, 0.028
Si, 28.8328, -1.9218, 14.9968, -0.0097, -0.0046, -0.0066
Si, -13.4784, 1.9119, 14.9697, 0.032, -0.0169, 0.0114
Si, -13.4746, 5.7663, 14.9545, 0.0064, 0.0035, 0.0004
Si, -13.4509, -5.7712, 14.9703, -0.046, 0.0096, 0.0245
Si, -13.4659, -1.9244, 14.9937, -0.0227, 0.0259, 0.0187
Si, -9.621, 1.9421, 14.9455, 0.0031, 0.0099, 0.0231
Si, -9.6431, 5.7708, 14.937, -0.0146, -0.0064, 0.054
Si, -9.6374, -5.8119, 14.9042, -0.0198, -0.0229, 0.0098
Si, -9.6454, -1.8909, 14.9163, -0.0006, 0.0171, 0.0039
Si, -5.738, 1.9948, 14.8225, -0.0041, 0.0282, 0.0076
Si, -5.7455, 5.7487, 14.8645, -0.0068, -0.0045, -0.0042
Si, -5.7784, -5.8249, 14.8375, 0.0106, -0.0089, 0.0176
Si, -5.7829, -1.882, 14.8373, 0.0127, -0.0126, 0.0011
Si, 28.8902, -0.014, 16.3821, -0.0012, 0.0243, -0.0064
Si, 28.8735, 3.8506, 16.2774, -0.0201, 0.0107, -0.0582
Si, 28.8537, -7.6269, 16.442, -0.0067, -0.0005, 0.0643
Si, 28.7514, -3.8535, 16.3675, -0.0108, 0.0146, -0.0336
Si, -13.4309, -0.0006, 16.376, 0.0074, -0.0272, -0.0204
Si, -13.5355, 3.8417, 16.3125, -0.0146, 0.0223, -0.0003
Si, -13.457, -7.7072, 16.3269, 0.0347, -0.0052, -0.0128
Si, -13.4681, -3.859, 16.3549, 0.0143, -0.0133, -0.0039
Si, -9.6881, 0.0222, 16.3184, -0.003, 0.0504, -0.012
Si, -9.6008, 3.8635, 16.3134, 0.0305, -0.0254, -0.0049
Si, -9.6846, -7.708, 16.3238, -0.0092, -0.0049, -0.0313
Si, -9.6308, -3.8574, 16.1883, 0.0027, -0.0121, -0.0207
Si, -5.7904, 0.0947, 16.1266, -0.0238, -0.0427, -0.0093
Si, -5.665, 3.8621, 16.2466, 0.0495, 0.0058, -0.0032
Si, -5.8234, -7.7402, 16.2084, 0.0019, 0.0511, 0.0067
Si, -5.7826, -3.859, 16.082, -0.0213, 0.028, -0.0549
Si, 30.8423, -0.009, 17.7789, -0.0087, 0.0067, 0.0388
Si, 30.7005, 3.8848, 17.727, 0.0194, -0.0055, 0.0395
Si, 30.8648, -7.718, 17.7802, -0.0212, 0.0135, 0.0491
Si, 30.7032, -3.8985, 17.6657, 0.0008, -0.0007, 0.0526
Si, -11.5443, -0.0151, 17.8277, 0.0277, -0.0237, 0.0614
Si, -11.5985, 3.7739, 17.6039, 0.0035, -0.0105, 0.0264
Si, -11.5811, -7.7264, 17.7555, -0.017, 0.0066, 0.0441
Si, -11.4549, -3.8461, 17.6302, 0.0279, 0.0106, 0.0248
Si, -7.6811, 0.0876, 17.5001, 0.0604, -0.0603, -0.0328
Si, -7.5679, 3.9327, 17.5727, -0.0477, 0.0341, 0.0358
Si, -7.7254, -7.6999, 17.6087, 0.0628, 0.0121, 0.0223
Si, -7.6636, -3.84, 17.4268, 0.0292, -0.018, 0.0025
Si, 26.8402, 0.0515, 17.5493, 0.0221, -0.0397, 0.0234
Si, 27.0211, 3.8329, 17.685, 0.0154, -0.0233, 0.0464
Si, 26.7849, -7.5823, 17.6561, 0.0042, 0.0282, 0.0566
Si, 26.7396, -3.8404, 17.6561, 0.0279, -0.029, 0.1007
Si, 30.7315, 1.9748, 19.1115, -0.0216, -0.0603, 0.069
Si, 30.7718, 5.7522, 19.2303, 0.0061, -0.0888, 0.0045
Si, 30.9045, -5.7584, 19.1066, 0.0226, 0.0037, -0.0229
Si, 31.0075, -2.0346, 19.0359, 0.4905, 0.0925, -0.4288
Si, -11.6511, 1.9694, 19.1681, 0.0216, -0.0194, 0.0121
Si, -11.6526, 5.6364, 19.0119, 0.0368, 0.0214, 0.0295
Si, -11.4341, -5.731, 19.0307, 0.0153, -0.0432, 0.084
Si, -11.2422, -2.0165, 19.1101, 0.039, 0.0704, -0.0277
Si, -7.6935, 2.0065, 18.8742, -0.0106, -0.0324, 0.0353
Si, -7.7479, 5.8124, 19.0325, -0.3634, -0.0162, -0.4582
Si, -7.2593, -5.7159, 18.7822, 0.2785, -0.0168, -0.3935
Si, -7.2243, -1.9012, 18.6449, 0.0145, 0.0077, -0.0269
Si, 26.9027, 1.8446, 19.0609, 0.0346, 0.054, 0.0119
Si, 27.0228, 5.8668, 18.9124, 0.0151, -0.0452, -0.0611
Si, 26.0056, -5.7042, 18.9476, -0.0504, -0.0158, -0.0497
Si, 26.1644, -1.836, 18.7575, -0.2818, -0.1146, -0.6336
Si, 28.802, 1.6741, 20.4643, 0.0408, 0.0337, -0.7805
Si, 28.8003, 6.513, 20.3408, 0.0792, 0.0261, -0.033
Si, -16.6733, -6.6012, 20.8026, 0.0476, -0.2916, -0.7351
Si, -16.6597, -1.2632, 21.547, 0.0084, 0.0347, -0.1905
Si, 32.5438, 2.5254, 20.5188, -0.0052, 0.0172, 0.0731
Si, -14.3561, -6.4988, 22.9097, 0.1091, 0.1431, -0.2963
Si, 32.8504, -5.1151, 20.3266, 0.0022, 0.2498, -0.5778
Si, 32.9457, -2.6415, 20.3192, 0.0375, -0.0712, -0.1202
Si, -9.6012, 2.6714, 20.0857, -0.1305, 0.1228, -0.573
Si, -9.68, 5.0422, 20.1081, -0.0509, -0.1613, -0.6668
Si, -9.7148, -5.8551, 20.631, -0.2356, 0.1931, -0.568
Si, -9, -1.7546, 20.1491, -0.1467, -0.1885, -0.6627
Si, 24.9468, 2.2299, 20.3179, -0.0702, -0.2397, -0.706
Si, 25.3316, 5.381, 20.4456, -0.1778, 0.3792, -0.6754
Si, -19.4776, -5.3561, 21.1528, -0.1991, -0.0691, -0.717
Si, -19.3508, -2.2815, 21.7293, 0.1136, -0.0959, -0.0697
Si, -9.6419, -3.4552, 22.5426, 0.0039, -0.1237, -0.1319
Si, 24.6275, -8.697, 25.4371, -0.0023, 0.0389, 0.0547
Si, -8.8196, -4.4941, 25.2857, -0.1114, 0.0141, -0.079
Si, 32.6961, 4.9718, 20.4097, -0.0916, -0.1909, -0.6705
Si, -13.8107, -1.9393, 22.4852, 0.0275, -0.1194, -0.5813
Si, 24.0125, 3.7636, 25.1692, -0.1507, -0.1669, -0.0655
Si, -9.2466, 0.6293, 22.0438, 0.0732, 0.0835, -0.0828
Si, -14.0693, -4.0845, 24.6989, 0.0409, -0.0192, -0.0191
Si, -9.0956, 2.9514, -7.1142, 0.0475, -0.0556, -0.1001
Si, -12.7807, -9.1018, 23.2642, 0.0107, -0.214, -0.2251
Si, -17.1202, 3.5126, 22.9825, 0.1463, -0.0535, -0.1222
Si, -14.3884, 2.4486, 22.8829, 0.052, -0.1876, -0.6449
Si, -6.4493, -3.6367, -7.5215, 0.046, -0.0582, -0.066
Si, -6.5791, 1.1359, 23.1324, 0.0089, -0.0092, -0.1838
Si, -18.5726, -9.2577, 22.3341, 0.2207, 0.0446, -0.6134
Si, 24.5056, -3.0657, 26.2704, 0.0872, -0.0134, -0.0602
Si, -6.127, -0.9598, -5.868, 0.0638, 0.0305, 0.0145
Si, -15.1418, -8.3391, -6.0569, -0.1646, -0.0049, 0.0149
Si, -16.4083, -3.5486, 26.4398, -0.0748, 0.0236, -0.0225
Si, -8.1949, -7.4178, -6.3349, 0.1376, -0.0305, 0.1331
Si, -13.245, -6.0997, -5.7774, 0.0515, 0.0826, -0.1187
Si, -19.0759, -4.873, 25.9639, -0.0463, -0.0252, -0.066
Si, -8.7167, -7.6254, 24.9067, 0.0563, 0.0293, -0.0554
Si, -3.5047, -0.9134, -4.2773, -0.0446, 0.0753, 0.0447
Si, -19.777, -6.8902, 23.6483, 0.1432, -0.014, -0.0242
Si, -9.9561, -0.172, 26.1583, -0.0266, 0.0484, -0.0641
Si, -15.7525, 4.2836, -4.7518, -0.0731, -0.0429, 0.0338
Si, -8.5926, 5.1655, -5.2502, 0.043, -0.0813, 0.0649
Si, -16.606, -2.4672, -3.2669, -0.0278, 0.1363, 0.0886
Si, -12.4816, 3.7513, 24.9192, -0.1938, -0.0224, -0.0521
Si, -14.0265, -3.6878, -4.1767, 0.1904, 0.1591, 0.1252
Si, -18.6335, 0.0253, 26.1918, 0.1073, 0.0688, -0.0013
Si, -10.3677, -5.3208, -5.8734, -0.0087, 0.1178, 0.1935
Si, -5.6779, -7.7838, -7.4444, 0.0407, 0.0763, 0.091
Si, -9.7961, 2.932, 26.0336, -0.0204, -0.0316, 0.0462
Si, -2.1304, -0.2888, -6.9, -0.0509, -0.0825, 0.0409
Si, -9.7552, -3.5609, -3.3912, -0.0742, 0.1015, 0.0369
Si, -11.2944, -1.0545, 23.5188, 0.1205, -0.0308, -0.0243
Si, -7.5637, 4.9989, -1.2808, 0.036, 0.0098, 0.0745
Si, -15.5671, 2.3845, -7.1111, 0.0298, -0.0574, -0.0139
Si, -9.8682, -8.4742, 22.3367, -0.0397, -0.0633, -0.069
Si, -20.7851, -1.0712, 24.1585, 0.0603, 0.0485, -0.0698
Si, -10.7516, -0.553, -3.6936, 0.0673, 0.0053, 0.1372
Si, -12.5139, -1.4031, -5.8908, -0.0887, -0.0432, 0.0427
Si, -10.0895, 5.6771, -2.4761, -0.0662, -0.0642, 0.1033
Si, -8.2906, 0.9037, -4.9441, -0.1149, 0.0336, -0.0492
Si, -16.3007, 1.5822, 24.9889, 0.102, -0.0489, -0.2024
Si, -6.0161, -5.9183, -5.4278, -0.0251, -0.0154, 0.0248
Si, 0.0184, -1.982, 8.1703, -0.0042, 0.0092, -0.0134
Si, 0.0204, 1.8585, 8.1281, 0.0015, 0.0085, -0.015
Si, 0.0135, 5.7046, 8.1203, -0.0095, 0.001, -0.0135
Si, 0.0081, -5.8457, 8.1379, 0.0033, 0.0051, -0.0019
Si, 3.8469, -1.996, 8.2199, -0.0024, 0.0047, -0.0171
Si, 3.8631, 1.8467, 8.2118, -0.008, -0.0016, -0.0103
Si, 3.8626, 5.7161, 8.1961, -0.0021, 0.0039, -0.0228
Si, 3.8375, -5.8649, 8.1851, 0.0008, -0.0068, -0.0179
Si, 7.6725, -1.9469, 8.2332, 0.0168, -0.0109, -0.0138
Si, 7.7154, 1.8681, 8.1682, -0.0069, 0.0146, -0.0263
Si, 7.698, -9.6563, 8.1843, -0.0116, 0.0048, -0.0148
Si, 7.6558, -5.817, 8.2277, 0.0153, 0.0045, -0.0126
Si, -3.8514, -1.9305, 8.1627, -0.005, -0.0138, -0.0024
Si, -3.832, 1.8896, 8.1339, 0.0042, 0.0123, -0.0237
Si, -3.8246, -9.629, 8.1212, 0.017, -0.0056, -0.0229
Si, -3.8299, -5.8252, 8.1322, 0.0187, 0.0035, -0.0152
Si, 15.4121, -1.8735, 8.2519, -0.0023, -0.0269, -0.0074
Si, 15.3826, 1.9433, 8.1743, -0.0071, 0.0165, -0.017
Si, 15.4038, -9.5797, 8.1866, -0.0187, 0.0108, -0.0104
Si, 15.4056, -5.7509, 8.2177, -0.0154, 0.0221, -0.0123
Si, 19.2318, -1.8701, 8.2094, -0.0133, 0.0138, -0.015
Si, 19.2178, 1.9591, 8.2038, -0.0015, -0.0031, -0.0088
Si, 19.2213, -9.5399, 8.1583, 0.0002, 0.0055, -0.03
Si, 19.2128, -5.7418, 8.174, -0.0328, -0.0063, -0.0352
Si, 23.0692, -1.8443, 8.1583, 0.0193, -0.005, -0.0011
Si, 23.0876, 1.976, 8.1322, -0.0054, 0.0078, -0.0158
Si, 23.0725, -9.5568, 8.1272, -0.006, -0.0119, -0.0128
Si, 23.0647, -5.7196, 8.1559, 0.007, -0.0005, -0.0125
Si, 11.5095, -1.9229, 8.269, 0.0076, -0.0267, -0.007
Si, 11.5282, 1.9104, 8.2081, -0.0003, 0.0134, -0.0068
Si, 11.54, -9.5829, 8.2127, 0.0098, -0.0121, -0.0158
Si, 11.5389, -5.8201, 8.2182, 0.0407, 0.012, -0.0205
Si, -15.38, -1.8992, 8.1315, -0.007, 0.0126, -0.01
Si, -15.3821, 1.9339, 8.0969, 0.0002, 0.0128, -0.0139
Si, -15.3914, -9.6043, 8.0846, -0.0047, 0.0013, -0.0152
Si, -15.3883, -5.7638, 8.1076, 0.0049, 0.0048, -0.0007
Si, -11.5322, -1.9049, 8.1591, -0.008, 0.0036, -0.0131
Si, -11.5334, 1.9103, 8.17, -0.0149, -0.0012, -0.0078
Si, -11.5307, -9.5918, 8.1401, -0.0042, 0.0057, -0.0206
Si, -11.552, -5.7692, 8.139, -0.0118, -0.0091, -0.0123
Si, -7.6936, -1.9007, 8.1361, 0.0221, -0.0068, -0.0039
Si, -7.6713, 1.9113, 8.1104, -0.0065, 0.0079, -0.0203
Si, -7.6856, -9.6183, 8.1097, -0.0069, -0.0107, -0.0088
Si, -7.7067, -5.7724, 8.1325, 0.0104, -0.0053, -0.008
Si, 26.9117, -1.8617, 8.1565, -0.0033, -0.0121, 0.0001
Si, -19.2344, 1.9611, 8.1291, 0.0019, 0.0103, -0.021
Si, -19.2279, -9.5569, 8.1159, 0.0113, -0.0041, -0.0221
Si, -19.2252, -5.7512, 8.1231, 0.0079, 0.0026, -0.0158
Si, 1.9193, -1.984, 9.5646, 0.0043, -0.0053, 0.021
Si, 1.9157, 1.8659, 9.5412, -0.0146, 0.0117, 0.0221
Si, 1.917, 5.7094, 9.529, -0.017, -0.0176, 0.023
Si, 1.9111, -5.8366, 9.5364, -0.0149, 0.0193, 0.0112
Si, 5.7542, -1.9581, 9.5868, -0.0083, -0.0017, 0.0111
Si, 5.7907, 1.8645, 9.5443, -0.0204, 0.0224, 0.0095
Si, 5.7759, -9.6504, 9.552, -0.0044, -0.0078, 0.0187
Si, 5.7392, -5.8418, 9.5738, 0.0042, 0.0073, 0.0172
Si, 9.5892, -1.9417, 9.6044, 0.0028, -0.0081, 0.0258
Si, 9.6137, 1.8995, 9.5633, 0.0054, -0.0114, 0.0216
Si, 9.6134, -9.6253, 9.5588, 0.0073, 0.0038, 0.0159
Si, 9.6017, -5.8033, 9.5605, -0.0057, 0.0022, 0.0148
Si, -1.915, -1.966, 9.5092, 0.0078, 0.009, 0.0159
Si, -1.8991, 1.8798, 9.4877, 0.0124, -0.0017, 0.0254
Si, -1.8991, -9.6449, 9.484, 0.0191, 0.0003, 0.021
Si, -1.911, -5.8113, 9.4983, 0.0099, -0.0052, 0.0102
Si, 17.3291, -1.8829, 9.5979, 0.0084, 0.0127, 0.0324
Si, 17.292, 1.9497, 9.5619, -0.0113, -0.0026, 0.0306
Si, 17.3169, -9.5802, 9.5563, -0.0271, -0.0233, 0.0095
Si, 17.3179, -5.7356, 9.5742, -0.0115, 0.0365, 0.0185
Si, 21.1588, -1.8608, 9.5419, -0.0061, -0.0144, 0.0055
Si, 21.1637, 1.964, 9.5132, -0.0153, 0.0188, 0.0098
Si, 21.1493, -9.55, 9.4982, -0.0103, -0.0105, 0.019
Si, 21.1447, -5.7522, 9.5198, 0.0087, -0.0163, 0.0072
Si, 24.9948, -1.8752, 9.5176, 0.0139, -0.0011, 0.0187
Si, -21.1515, 1.9688, 9.4971, 0.0043, -0.0079, 0.0226
Si, -21.153, -9.5726, 9.478, 0.0015, -0.0121, 0.0203
Si, -21.1527, -5.7352, 9.4905, 0.0044, 0.0046, 0.0093
Si, 13.4684, -1.9226, 9.5774, 0.0026, -0.0072, 0.0112
Si, 13.4725, 1.9287, 9.5428, 0.0088, -0.006, 0.0182
Si, 13.4831, -9.595, 9.5442, 0.0238, -0.0013, 0.0199
Si, 13.4733, -5.7681, 9.5587, 0.0124, -0.0189, 0.02
Si, -13.4658, -1.9034, 9.5055, 0.0083, -0.0003, 0.0236
Si, -13.4808, 1.9312, 9.4988, -0.0109, 0.005, 0.0267
Si, -13.478, -9.6088, 9.4747, -0.0158, -0.0202, 0.016
Si, -13.4782, -5.7612, 9.4934, -0.0121, 0.0194, 0.0159
Si, -9.6117, -1.9028, 9.5086, -0.0111, -0.0066, 0.0112
Si, -9.5965, 1.9156, 9.4892, -0.0142, 0.0218, 0.0095
Si, -9.6087, -9.6011, 9.4809, -0.0068, -0.0101, 0.0206
Si, -9.6277, -5.7889, 9.4965, -0.0015, -0.0133, 0.0093
Si, -5.7767, -1.9326, 9.5112, 0.0065, 0.001, 0.0212
Si, -5.7581, 1.9081, 9.4895, 0.0007, -0.009, 0.0213
Si, -5.7578, -9.6317, 9.4731, -0.0006, -0.0125, 0.0196
Si, -5.7703, -5.7919, 9.4832, -0.0086, 0.0053, 0.0059
Si, -17.3046, -1.896, 9.4887, 0, 0.0053, 0.0164
Si, -17.2935, 1.9485, 9.4706, 0.0121, -0.0016, 0.0238
Si, -17.2937, -9.5781, 9.4665, 0.0241, -0.0024, 0.0233
Si, -17.3, -5.7415, 9.4819, 0.0147, -0.0004, 0.0113
Si, 1.9167, -0.0541, 10.9137, -0.0023, -0.0041, -0.0151
Si, 1.9113, 3.7939, 10.907, 0.0028, -0.0034, -0.0122
Si, 1.9091, 7.6364, 10.9016, 0.0132, 0.0181, -0.0219
Si, 1.9142, -3.9155, 10.9199, -0.01, -0.0018, -0.0197
Si, 5.7552, -0.0328, 10.9321, 0.0121, 0.0056, -0.0251
Si, 5.7681, 3.7982, 10.8888, -0.0062, -0.0056, -0.0216
Si, 5.752, -7.7478, 10.9306, 0.0115, -0.0013, -0.0061
Si, 5.7506, -3.8992, 10.917, 0.0097, 0.0038, -0.0262
Si, 9.6123, -0.0101, 10.9332, -0.0113, -0.006, -0.01
Si, 9.6283, 3.8315, 10.9156, -0.009, -0.0072, -0.0136
Si, 9.6052, -7.7124, 10.9193, -0.0253, -0.0034, -0.0049
Si, 9.6151, -3.8835, 10.936, 0.0187, 0.0035, -0.0121
Si, -1.8967, -0.0384, 10.8543, -0.0039, -0.0019, -0.0221
Si, -1.8931, 3.8154, 10.8378, -0.0139, 0.0079, -0.0205
Si, -1.8973, -7.7284, 10.852, -0.0041, -0.0003, -0.0268
Si, -1.9112, -3.8909, 10.8709, -0.0029, -0.0027, -0.0173
Si, 17.3105, 0.0361, 10.9404, 0.0091, -0.0051, -0.0086
Si, 17.3002, 3.8786, 10.9206, 0.0108, -0.0006, -0.0134
Si, 17.3133, -7.6604, 10.9234, 0.0179, 0.0101, -0.0228
Si, 17.306, -3.8212, 10.9454, -0.0017, -0.002, -0.0182
Si, 21.1461, 0.0575, 10.8952, 0.0059, 0.0119, -0.0157
Si, 21.1417, 3.9015, 10.848, -0.0045, 0.0013, -0.0205
Si, 21.1491, -7.6592, 10.8881, 0.0049, -0.0026, -0.0113
Si, 21.1443, -3.814, 10.868, 0.0007, 0.0105, -0.0299
Si, 25.0104, 0.051, 10.8634, -0.0155, -0.012, -0.0121
Si, -21.1431, 3.896, 10.8572, -0.008, -0.0034, -0.013
Si, -21.1522, -7.6597, 10.8462, -0.009, -0.0021, -0.0184
Si, 25.0125, -3.8156, 10.8651, 0.0047, 0.0082, -0.0088
Si, 13.4807, 0.0076, 10.9069, -0.0007, 0.0022, -0.025
Si, 13.4922, 3.8592, 10.891, -0.01, 0.0144, -0.024
Si, 13.488, -7.6825, 10.9072, -0.0148, 0.001, -0.026
Si, 13.4741, -3.8505, 10.9298, -0.0031, -0.0079, -0.0149
Si, -13.4729, 0.0131, 10.8696, -0.0154, -0.0006, -0.0153
Si, -13.4838, 3.8634, 10.8554, 0.0031, 0.0052, -0.0151
Si, -13.4807, -7.69, 10.8484, 0.0126, 0.0067, -0.0243
Si, -13.4796, -3.8364, 10.8597, -0.0152, 0.0018, -0.02
Si, -9.6248, 0.0139, 10.8694, 0.0144, 0.007, -0.0172
Si, -9.6284, 3.853, 10.8275, 0.0012, -0.003, -0.0212
Si, -9.6254, -7.7032, 10.8587, 0.0082, -0.0062, -0.0107
Si, -9.6278, -3.8488, 10.8416, 0.0126, 0.0061, -0.025
Si, -5.7647, -0.0054, 10.8597, -0.0092, -0.0129, -0.0113
Si, -5.7573, 3.8374, 10.851, -0.0045, -0.0103, -0.0104
Si, -5.77, -7.7148, 10.8413, -0.0033, 0, -0.0133
Si, -5.7653, -3.8707, 10.8602, 0.0138, 0.0092, -0.0066
Si, -17.2859, 0.0283, 10.8368, -0.0039, 0.0011, -0.0232
Si, -17.2826, 3.8803, 10.8239, -0.0165, 0.005, -0.0189
Si, -17.2832, -7.6642, 10.8359, -0.0062, -0.0017, -0.0239
Si, -17.2994, -3.8211, 10.8528, 0.0031, -0.0035, -0.0138
Si, -0.0107, -0.0701, 12.2656, -0.0038, 0.007, 0.0188
Si, -0.0163, 3.8091, 12.2708, -0.0113, 0.002, 0.0268
Si, -0.0133, 7.6663, 12.2648, -0.0277, 0.0021, 0.0218
Si, -0.0129, -3.9043, 12.2802, 0.0066, 0.0062, 0.0147
Si, 3.8288, -0.0376, 12.2895, -0.0042, 0.0116, 0.0175
Si, 3.8472, 3.7926, 12.2581, 0.0174, 0.0043, 0.0197
Si, 3.8224, 7.6526, 12.2776, 0.0017, -0.0142, 0.0194
Si, 3.839, -3.9021, 12.2931, 0.0016, 0.0095, 0.0058
Si, 7.6832, -0.0109, 12.2677, 0.0161, -0.0011, 0.0057
Si, 7.6825, 3.8151, 12.2517, -0.0037, 0.009, 0.0103
Si, 7.681, -7.7374, 12.2626, 0.019, 0.0131, 0.0132
Si, 7.672, -3.8844, 12.2726, -0.0223, -0.0153, 0.0013
Si, -3.8198, -0.0164, 12.193, -0.01, 0.002, 0.0071
Si, -3.8051, 3.8358, 12.194, 0.0087, 0.0047, 0.0194
Si, -3.8263, -7.7145, 12.1805, 0.0071, -0.0127, 0.0026
Si, -3.8337, -3.8788, 12.2247, -0.0082, -0.0042, 0.0172
Si, 15.3822, -0.0133, 12.2912, 0.0003, -0.003, 0.0168
Si, 15.3824, 3.8651, 12.3016, -0.0148, -0.0031, 0.0268
Si, 15.3895, -7.6597, 12.2859, -0.0318, 0.0038, 0.0157
Si, 15.3819, -3.8404, 12.3174, 0.0102, -0.0002, 0.0109
Si, 19.2353, 0.0451, 12.2842, -0.0136, 0.0072, 0.0272
Si, 19.2417, 3.8776, 12.2533, 0.0129, -0.0061, 0.0172
Si, 19.2367, -7.6591, 12.2703, -0.011, -0.009, 0.023
Si, 19.2452, -3.8291, 12.2762, -0.0133, 0.0078, 0.0087
Si, 23.0827, 0.062, 12.2129, 0.0243, -0.0052, 0.0029
Si, 23.066, 3.9019, 12.1924, -0.0064, -0.009, 0.0108
Si, 23.0867, -7.6766, 12.2056, 0.0192, 0.0027, 0.0133
Si, 23.0701, -3.8179, 12.2116, -0.0092, -0.0253, -0.0034
Si, 11.5637, -0.0013, 12.2525, -0.013, -0.0036, 0.0022
Si, 11.583, 3.8482, 12.2493, 0.0049, 0.0052, 0.0139
Si, 11.5592, -7.6901, 12.2363, 0.0073, -0.0062, -0.0028
Si, 11.5533, -3.8636, 12.2876, -0.0128, -0.0029, 0.0106
Si, -15.3911, -0.0068, 12.2351, -0.0037, -0.0025, 0.0176
Si, -15.3956, 3.8697, 12.2425, 0.0024, -0.002, 0.0275
Si, -15.3885, -7.6685, 12.236, -0.0083, 0.0051, 0.0176
Si, -15.3901, -3.8312, 12.2442, 0.0045, 0.014, 0.0119
Si, -11.5537, 0.0227, 12.2311, -0.0033, 0.0083, 0.0276
Si, -11.5513, 3.8513, 12.202, 0.0098, -0.0062, 0.0153
Si, -11.5601, -7.7043, 12.2066, -0.0018, 0.0002, 0.0149
Si, -11.5513, -3.8413, 12.2129, -0.0094, -0.0046, 0.0042
Si, -7.6973, 0.0173, 12.2037, 0.013, 0.0007, 0.0086
Si, -7.7122, 3.852, 12.1838, -0.0149, -0.0085, 0.0066
Si, -7.6983, -7.725, 12.1951, 0.0012, 0, 0.0141
Si, -7.711, -3.8576, 12.2031, -0.0237, -0.0181, 0.0062
Si, 26.9598, 0.0431, 12.1884, -0.0123, -0.0049, 0.0027
Si, -19.1873, 3.8928, 12.1937, 0.0048, -0.0029, 0.019
Si, -19.2059, -7.6667, 12.1777, 0.0046, -0.008, 0.0071
Si, 26.9476, -3.8213, 12.2217, -0.0082, -0.0019, 0.0152
O, -1.7489, 0.1172, -1.015, -0.0188, -0.4107, 0.7052
O, 10.8397, -0.2578, -0.5854, -0.2271, -0.3463, -0.2924
O, -4.4733, 3.6709, -0.1489, -0.5143, 0.0972, -0.101
O, -0.4739, 5.5299, -1.2326, -0.4437, -0.0147, -0.2994
O, -4.4844, 5.2044, -4.7403, -0.285, -0.0382, -0.2334
O, 1.5514, -7.7894, -5.7735, 0.1968, -0.5847, 0.2629
O, -3.7518, -5.2647, -1.9468, -0.1136, -0.1132, 0.3752
O, 9.4784, -5.877, -1.5289, -0.6005, 0.0524, -0.2806
O, 0.8452, -0.1487, -0.617, 0.4171, -0.3413, -0.5081
O, 0.1183, 3.1078, -0.7695, -0.0272, -0.28, 0.4086
O, 2.3275, 2.6051, -2.0676, 0.002, -0.3275, -0.5064
O, -0.1609, -8.2202, -3.1684, 0.1369, -0.14, -0.5484
O, 3.1854, -4.2774, -0.1757, -0.7456, 0.1556, -0.2115
O, -1.6046, -5.6877, -0.5849, -0.373, 0.365, 0.2992
O, 5.8105, 3.6793, 1.1156, 0.1006, 0.1545, -0.6585
O, 3.3799, 3.7683, 0.0853, -0.2675, 0.5511, -0.0741
O, 3.3634, -7.9437, 0.1445, -0.4042, -0.1383, 0.0783
O, 5.8393, -7.7606, 0.9711, -0.0085, -0.0451, -0.2296
O, 5.6555, -3.9957, 0.9011, 0.0735, -0.082, 0.0792
O, 8.2475, 3.7185, 0.1649, 0.3262, -0.3842, 0.1502
O, 9.191, 4.9121, -2.0049, 0.0067, 0.0276, -0.5752
O, 8.3167, -7.6887, 0.0392, 0.0038, -0.1389, -0.4922
O, 10.4039, -8.285, -1.5619, 0.1942, 0.3154, -0.4087
O, 8.0948, -4.0585, 0.0895, 0.3451, -0.4608, -0.1258
O, 9.2732, -3.318, -2.1019, 0.1029, 0.6193, -0.2432
O, 0.2575, -1.2339, 1.6381, -0.5158, -0.1851, -0.1256
O, 0.3171, 5.0284, 1.1688, 0.0937, 0.1493, 0.0085
O, 0.2978, -7.4488, -0.6793, 0.4073, 0.3015, 0.1979
O, 0.0461, -3.8191, 2.3111, -0.1533, -0.0834, -0.7651
O, -0.1202, -6.3173, 1.5378, 0.0855, -0.0743, 0.0066
O, 11.2091, -1.9686, 1.3913, -0.0677, -0.38, -0.5332
O, 11.557, 0.5609, 1.8562, 0.5148, -0.0916, -0.165
O, 11.6223, 3.1681, 1.7214, -0.236, 0.1336, -0.0783
O, 10.7452, -6.8941, 0.5638, -0.057, 0.2215, -0.1539
O, 5.4397, -1.9852, 19.8131, 0.0196, 0.0132, -0.0783
O, 7.2433, -5.6851, 20.2429, 0.1426, 0.1748, 0.1918
O, -2.4761, -5.7528, 21.2064, 0.2356, 0.3244, 0.3715
O, -4.3235, -1.6926, 20.3668, 0.1235, 0.509, 0.2271
O, -2.145, -2.4839, 21.5963, 0.3702, -0.2991, 0.3656
O, 11.2177, -0.4449, -3.1983, -0.2554, 0.0858, -0.18
O, -2.9739, 2.2364, -1.7884, 0.5782, 0.1109, -0.1974
O, 11.8685, 5.0562, -2.3538, 0.1675, -0.2488, -0.0202
O, -1.9957, -7.9642, 0.615, 0.2263, -0.6551, 0.3284
O, 10.2626, -6.6707, -6.1173, 0.4009, 0.0913, -0.0711
O, 9.7416, -5.125, -4.0119, 0.0301, 0.1128, -0.2785
O, 8.1489, -7.3488, -7.549, -0.2077, 0.3077, -0.5909
O, -0.4223, -1.3331, -2.6609, 0.1018, 0.0102, -0.1815
O, 0.0875, 1.2615, -2.6355, 0.3301, -0.0188, -0.8056
O, 0.3577, 3.7844, -3.3481, 0.1394, 0.3422, -0.0127
O, 7.9058, -0.7679, -5.5369, -0.3399, -0.4236, 0.0855
O, -6.3836, 5.0073, 24.669, 0.1395, -0.0281, -0.5518
O, -1.6876, -6.1023, -3.2746, 0.09, -0.0102, -0.5575
O, 4.5177, -0.6255, -2.0521, -0.5094, -0.3316, -0.0306
O, 5.697, -2.2986, -3.7633, 0.3128, -0.1872, -0.1329
O, 4.661, 1.8319, -1.1121, 0.0704, 0.0203, 0.0253
O, 6.2327, 5.4869, -3.7594, 0.3969, 0.07, -0.0455
O, 4.3059, -4.1286, -2.5263, -0.0973, 0.0874, -0.1713
O, 1.2132, -5.385, -4.725, -0.498, -0.2239, 0.0575
O, 7.9679, 0.3909, -1.7733, -0.0428, -0.0639, -0.0492
O, 7.194, -1.9072, -1.0316, -0.4811, 0.0808, 0.1878
O, 1.984, -0.5503, -6.4117, -0.2051, -0.113, 0.2253
O, 7.9288, -6.8433, -5.0103, -0.1912, -0.2346, 0.552
O, 4.5761, -4.5346, -6.9912, -0.0456, -0.3495, 0.0284
O, 6.874, -4.1844, -2.3223, 0.081, -0.4081, 0.0632
O, -1.7291, 0.0547, 21.0166, -0.2475, -0.0718, 0.2086
O, -3.0002, -8.1099, 23.3758, 0.4186, 0.1562, 0.2786
O, 1.7412, -3.2184, 23.4416, 0.3925, -0.3094, -0.0599
O, -0.3398, -6.9646, 22.0825, -0.1991, -0.1789, 0.2667
O, 0.1217, -1.3618, 22.3233, 0.0753, 0.5007, 0.5497
O, 5.2407, -4.6897, 26.1939, 0.2503, -0.4767, 0.0017
O, -0.011, 3.375, 22.9723, 0.1429, 0.6155, -0.0473
O, 2.1333, 5.4226, 21.9656, -0.4488, -0.1162, 0.3503
O, 8.8961, -2.2567, -7.4018, 0.0056, 0.0161, -0.5327
O, 6.3041, -3.6602, 24.0382, 0.1977, 0.3651, 0.2582
O, 4.8213, -0.802, 24.7428, -0.0193, -0.1091, -0.1004
O, 6.9506, -0.2089, 21.0978, 0.5088, 0.1256, -0.0429
O, 5.8629, 5.4335, 21.7932, -0.128, -0.4154, 0.4144
O, 7.1158, 1.6403, 22.9172, -0.2601, 0.1693, 0.3213
O, 5.5409, -7.3611, 21.3875, -0.2083, -0.2213, -0.0546
O, 5.3375, -4.7503, 21.8284, -0.2613, 0.0705, 0.2221
O, 3.634, -0.7978, -4.455, -0.4489, 0.4367, -0.2352
O, 7.0746, -2.7663, 21.7104, 0.6568, 0.1095, -0.0288
O, 9.5437, 1.8997, 21.784, 0.0948, -0.0681, 0.3604
O, 4.6481, -2.285, 22.5918, -0.1338, -0.121, 0.1898
O, -5.6762, 3.7242, 20.7836, -0.5846, -0.0311, 0.2259
O, -4.3393, -3.9904, 21.6348, -0.1271, 0.076, 0.0992
O, -4.7815, -6.5203, 22.2172, -0.5138, -0.3826, 0.1365
O, 0.1951, -3.3649, 25.4889, -0.0129, 0.5115, -0.1256
O, -4.2561, -1.7184, 22.9489, 0.3264, 0.1643, 0.2781
O, 9.8418, 0.1584, -7.0362, -0.2571, 0.521, 0.1444
O, 2.4015, 5.2179, 24.5804, -0.3712, 0.1693, 0.3761
O, -1.6814, 0.2307, 25.9494, 0.219, -0.3496, -0.0136
O, 2.0414, -5.8731, 21.811, 0.2218, -0.2833, -0.0243
O, 2.6262, -4.5691, 25.5318, 0.0081, -0.5859, 0.0689
O, 0.2546, 5.3602, -5.4682, 0.4509, 0.093, -0.3563
O, 4.0813, -8.6452, 23.1724, 0.2621, 0.0529, 0.103
O, 4.7824, 0.4095, 22.4293, -0.3433, 0.0078, -0.0081
O, 9.0779, 2.6825, 24.2277, 0.3437, 0.1801, 0.1725
O, -8.35, 3.5808, 25.7244, 0.0358, -0.044, 0.1634
O, 7.0679, -6.0183, 24.8751, 0.441, -0.0069, 0.1356
O, -5.8198, 2.9815, 26.1961, 0.0616, 0.3072, -0.0988
O, 10.4002, -1.7551, -5.2971, -0.1097, -0.1705, -0.1445
O, 6.7345, -9.019, -6.1229, -0.4875, -0.2715, -0.532
O, 2.306, 3.2495, 26.4554, -0.0118, 0.3368, 0.2553
O, -3.8671, -1.0563, 25.4398, 0.4145, -0.5713, 0.1181
O, 0.6834, -5.5281, 24.059, -0.5471, -0.1702, 0.4496
O, 12.7609, -2.3705, -4.196, -0.0639, -0.583, -0.3217
O, 1.5622, 1.6506, 21.731, 0.0897, -0.6586, 0.0358
O, 14.15, 1.202, -6.9245, -0.0976, 0.1207, -0.2246
O, -7.5806, -3.9828, 26.1643, -0.0289, 0.0752, 0.5573
O, 5.8028, -6.6626, -6.5426, -0.0888, -0.1034, -0.3471
O, 1.8561, -5.6434, -7.2488, -0.0033, -0.0099, 0.035
O, -7.5511, -8.305, 25.7741, -0.0921, -0.0487, 0.5724
O, 5.297, -7.8109, 25.6781, -0.3983, -0.0115, -0.2857
O, -5.6265, 0.225, 24.0431, 0.1121, 0.328, 0.5873
O, 6.622, 5.1905, -1.2702, 0.1108, 0.2365, 0.3316
O, -0.1807, -3.3053, -4.2439, -0.2548, 0.0718, -0.4555
O, -6.0419, -2.3305, 24.761, -0.1178, -0.1027, -0.3423
O, -2.1693, 2.5649, 21.7181, -0.1168, 0.2202, -0.1189
O, 5.9822, 3.8731, -5.7647, -0.1715, -0.0325, 0.2157
O, 1.6188, -7.8974, 23.5179, -0.3026, -0.0527, 0.5982
O, 6.6956, -8.2588, 23.576, 0.5031, -0.3252, -0.0134
O, -5.4482, -7.9272, 24.3184, -0.4543, 0.1112, 0.032
O, -0.3085, 2.7838, -5.6351, 0.07, -0.3418, 0.2733
O, 7.6555, 2.915, -2.2503, -0.4287, -0.0999, -0.5023
O, 3.5839, -6.2266, -5.2751, -0.0132, -0.2376, 0.3292
O, 2.2595, -2.9405, -5.0074, 0.2639, -0.2515, -0.2753
O, -1.626, -3.6795, -2.1179, 0.1778, 0.1714, 0.5785
O, 5.7258, -4.8044, -4.621, 0.409, 0.017, 0.0082
O, 2.3825, 2.6651, 23.9309, 0.3875, -0.334, -0.3174
O, -2.4039, -3.9821, 25.7526, -0.1113, 0.3957, -0.4915
O, 1.2282, 1.6861, -7.5066, 0.2379, 0.7181, -0.0265
O, -4.9585, -4.1452, 26.3509, 0.1545, 0.0484, 0.4793
O, -2.77, -8.5017, -3.622, -0.4566, 0.2289, -0.0249
O, -5.0753, 3.6018, -6.7511, 0.3049, -0.3809, 0.0383
O, 4.0271, -2.0315, -6.7676, 0.6568, 0.4511, -0.1203
O, 13.5057, 4.6827, -4.4216, -0.211, -0.0683, 0.0214
O, 12.5219, -0.1741, -5.5076, -0.0249, 0.3256, 0.2702
O, -3.8488, -5.8304, 24.5577, -0.0037, 0.2655, -0.2958
O, 7.0413, -0.6491, 26.2076, 0.3024, -0.0659, -0.4859
O, 7.0571, 3.7498, 25.6436, -0.1283, 0.4551, -0.3139
O, -1.0742, -7.6609, -5.4555, -0.3158, 0.4021, -0.4733
O, -5.2197, -9.094, 26.6636, 0.1398, -0.0647, -0.1994
O, 4.496, 3.7518, 25.0564, 0.0808, 0.4445, -0.0798
O, -2.3359, 4.702, 23.2532, -0.3735, 0.2036, 0.4289
O, 5.6927, 1.5053, 25.6479, 0.3141, -0.0595, -0.3575
O, 13.3559, 4.6891, 0.3952, -0.0294, -0.1554, -0.4398
O, -1.1733, -1.5982, -6.9779, 0.4754, -0.13, 0.5873
O, -5.6263, -9.2962, -6.9312, 0.2103, -0.1703, -0.4972
O, 2.6088, -0.8036, 23.1515, -0.3417, 0.6566, 0.3077
O, 12.7445, 1.1265, -1.7365, -0.0456, 0.7188, 0.054
O, -19.6866, 0.4906, -0.405, -0.2516, -0.0476, -0.2391
O, 10.7982, 4.994, 0.0208, -0.3055, 0.0821, 0.013
O, 15.5277, -9.3504, -0.4267, 0.3289, 0.1236, -0.0681
O, 10.942, 5.13, -4.7309, -0.1176, -0.2027, 0.0246
O, 17.0638, -7.4565, -5.5033, 0.5022, -0.0027, 0.3508
O, 11.5779, -4.4391, -2.293, -0.2696, 0.4251, 0.0424
O, 24.7773, -6.552, -1.8589, -0.2605, 0.1595, 0.072
O, 17.2302, 0.0749, 0.7816, 0.0574, 0.1001, -0.2382
O, 14.7841, 0.0327, -0.3609, -0.2777, -0.5837, -0.1398
O, 15.541, 3.4731, -0.426, 0.1306, -0.435, 0.043
O, 17.6108, 2.7967, -1.9485, -0.0508, -0.4184, -0.1579
O, 14.7062, -8.2504, -2.6769, 0.0772, -0.2838, 0.0665
O, 17.2339, -8.089, -2.0334, -0.0241, -0.1493, -0.3699
O, 13.3023, -5.3009, -0.5691, -0.6749, 0.0903, 0.3841
O, 17.7743, -2.6362, -5.1956, 0.3026, -0.1345, -0.2715
O, 19.7518, -0.0231, 0.1768, 0.0504, 0.0094, -0.0028
O, 21.7802, 0.0802, -1.3739, -0.1089, 0.204, -0.2143
O, 21.1468, 3.8529, 1.089, -0.0672, 0.0642, -0.1708
O, 18.7286, 3.9647, 0.0943, -0.6882, 0.4588, -0.1098
O, 18.7396, -7.6779, 0.0367, -0.5415, -0.2001, -0.1949
O, 21.1624, -7.5612, 1.0031, -0.0281, 0.0171, -0.3633
O, 18.5464, -3.8324, -0.1556, -0.4176, 0.3391, -0.3076
O, 20.9769, -3.7071, 0.9329, -0.2118, -0.0657, -0.5508
O, 23.5477, 4.4138, 0.1927, 0.4107, -0.0356, -0.1581
O, -20.6786, 3.1599, -2.7135, 0.1582, 0.2157, -0.7883
O, 23.7039, -7.5899, 0.2636, 0.0533, -0.133, 0.1056
O, 23.3042, -3.5783, -0.1112, 0.1261, -0.435, -0.0473
O, 24.9765, -3.8101, -1.9992, 0.5295, 0.3535, -0.236
O, 15.2034, 1.3423, 1.8035, -0.2302, 0.0318, -0.0077
O, 15.2636, -1.4093, 1.6955, -0.2303, -0.1287, -0.3891
O, 15.4502, -6.791, -0.6181, 0.5676, 0.2527, -0.1985
O, 15.1385, -5.221, 1.3606, 0.35, 0.0406, -0.2797
O, -19.3376, -1.2596, 1.4892, 0.5341, -0.1699, -0.5988
O, -19.9279, -8.1269, -0.312, 0.2175, -0.4301, -0.2786
O, -19.2784, -3.7939, 2.2318, -0.0377, 0.0019, -0.5164
O, -19.4137, -6.3277, 1.5139, -0.2354, 0.2213, -0.3569
O, 20.8153, -2.1297, 19.7994, -0.003, -0.3685, -0.1445
O, 22.6582, -5.5063, 20.1881, 0.3516, 0.1885, 0.3711
O, 12.8247, -5.7012, 21.308, 0.2779, 0.5082, 0.6346
O, 13.0875, -2.339, 21.4847, 0.1846, -0.5559, 0.4744
O, -19.0849, 0.0595, -2.9468, -0.5366, -0.1274, -0.0539
O, 10.1417, 1.7304, -2.2171, 0.0294, 0.5205, 0.2382
O, -18.7543, 4.9006, -2.3715, 0.4711, 0.105, 0.2477
O, 13.3923, -7.227, 1.1099, 0.5528, -0.5293, -0.1418
O, -20.4707, -6.6234, -6.2976, 0.6414, -0.0005, 0.0292
O, -20.7, -5.3127, -4.0472, 0.4024, 0.2324, -0.1689
O, 23.4402, -6.8227, -4.9777, -0.1197, -0.1658, 0.7577
O, 14.2461, -0.7873, -2.7343, 0.2486, -0.0169, -0.3198
O, 15.2573, 1.6592, -2.3394, 0.2085, -0.1602, -0.5917
O, 15.6594, 4.174, -3.0058, 0.0203, 0.548, -0.0189
O, 23.3642, -0.3538, -5.1948, -0.1386, -0.3768, 0.1143
O, 9.2104, 5.159, 24.9767, 0.3926, 0.0466, -0.3174
O, 19.4712, -0.1054, -2.4659, -0.6409, -0.0488, -0.0824
O, 20.7466, -1.8399, -4.0265, 0.0516, -0.1928, -0.3956
O, 20.0882, 2.1669, -1.287, 0.343, 0.2479, -0.0171
O, 19.5855, 4.5485, -2.3344, -0.2289, -0.044, -0.4317
O, 19.8321, -8.1956, -2.3458, 0.1588, 0.2435, -0.5219
O, 20.0633, -3.6929, -2.272, 0.3357, 0.1986, 0.1118
O, 16.5483, -4.9321, -4.6965, -0.4166, -0.2819, 0.2672
O, 24.0139, 1.3074, -1.6537, 0.0867, 0.0975, 0.1314
O, 23.9725, -1.3784, -1.4459, 0.2789, -0.1696, -0.5093
O, 23.5114, 2.0386, -4.1365, 0.171, 0.4117, 0.1011
O, -12.21, -4.1055, -0.2318, -0.4292, 0.2584, -0.1844
O, 20.0942, -4.2912, -7.0304, -0.136, -0.1276, -0.3369
O, 22.5585, -3.2187, -2.6829, 0.0278, 0.0361, -0.1522
O, 15.4457, -1.425, 22.3368, -0.2936, 0.0856, 0.5177
O, 10.6252, 5.5028, 21.8568, -0.0778, 0.0821, 0.5158
O, 17.2048, -3.2404, 23.3885, 0.0878, -0.2836, -0.2196
O, 14.9903, -6.7803, 22.1785, -0.148, -0.0215, 0.2103
O, 20.5347, -4.4057, 26.2431, 0.0442, -0.312, 0.4191
O, 13.4187, 2.5546, 24.4039, -0.6166, -0.1305, 0.4214
O, 17.5668, 5.4276, 21.9478, 0.144, -0.2559, 0.5885
O, 24.2795, -2.1083, -6.8985, -0.0286, 0.1454, 0.0783
O, 21.8021, -3.5536, 24.1028, 0.4842, 0.411, -0.0172
O, 20.1159, -0.6515, 24.8083, -0.1847, -0.2386, 0.2435
O, 22.1724, -0.1754, 20.9326, 0.6664, 0.1781, 0.1377
O, 21.2332, 5.5265, 21.7672, -0.0508, -0.4352, 0.7382
O, 22.3825, 1.4321, 22.9608, -0.3092, -0.0186, 0.8256
O, 21.0163, -7.2712, 21.2426, -0.0216, -0.5092, -0.2619
O, 20.8067, -4.6882, 21.897, -0.2241, 0.0898, 0.1759
O, 18.8672, -0.2407, -4.9704, -0.1318, 0.5875, 0.2691
O, 22.4767, -2.657, 21.744, 0.4487, -0.1011, 0.2053
O, 24.771, 1.4012, 21.7163, 0.0128, -0.1824, 0.0618
O, 20.0507, -2.2449, 22.7073, -0.4418, -0.2311, -0.1948
O, 10.9465, -3.8806, 21.5656, -0.3569, -0.0129, 0.3612
O, 10.459, -6.349, 22.3014, -0.519, -0.1802, 0.1204
O, 15.508, -3.2404, 25.2819, -0.1846, 0.3663, -0.239
O, 10.8269, -1.4477, 22.5087, 0.2615, 0.516, 0.2066
O, -20.9881, 0.3268, -6.9384, -0.1692, 0.442, 0.0095
O, 17.9677, 5.3667, 24.5474, -0.354, 0.462, 0.2277
O, 17.162, -0.5856, -6.9156, -0.329, -0.1031, 0.1521
O, 15.2182, 2.3745, 26.403, -0.2134, 0.315, 0.1703
O, 17.4188, -5.8165, 21.8155, 0.3453, 0.1551, 0.0825
O, 17.9439, -4.2225, 25.7672, 0.1075, -0.1839, 0.0003
O, 15.8145, 5.6267, -5.2222, 0.2584, -0.0398, -0.0221
O, 19.4427, -8.4221, 22.9951, -0.0781, 0.1425, 0.0466
O, 20.0466, 0.4106, 22.381, -0.3341, 0.2351, -0.0694
O, 24.2826, 2.8543, 23.8731, 0.4182, 0.2891, -0.0726
O, 22.2435, -5.9455, 24.9669, 0.3715, 0.134, 0.0956
O, 14.5885, 3.6995, -7.6006, 0.1466, 0.3951, 0.2971
O, -20.3264, -1.2446, -4.8992, -0.1432, -0.4587, 0.1254
O, 22.0578, -8.8571, -6.1155, -0.3333, -0.0636, -0.5103
O, 10.3763, 3.6675, -6.793, -0.0147, -0.3844, 0.3553
O, 12.1001, -8.1477, 23.259, 0.2186, -0.0347, 0.3021
O, 11.2855, -0.4638, 24.9443, 0.1805, 0.0617, -0.0912
O, 16.2542, -5.5192, 24.1798, -0.2528, -0.2736, 0.3629
O, -17.9562, -2.0536, -4.0433, -0.076, -0.347, -0.0808
O, 16.9288, 1.7867, 21.7353, 0.1623, -0.3017, 0.1769
O, -16.6156, 1.1684, -7.262, -0.0695, 0.0117, -0.0837
O, 7.8008, -3.8444, 26.1275, -0.0441, -0.0603, 0.277
O, 21.1953, -6.4281, -6.2872, -0.2818, -0.1907, -0.4983
O, 17.2523, -5.4726, -7.1795, -0.0383, -0.4022, -0.0807
O, 7.8349, -8.2669, 26.0054, -0.0647, -0.2014, 0.4734
O, 20.5596, -7.8914, 25.544, -0.3761, -0.3882, -0.305
O, 21.1952, 0.7617, -4.275, -0.2306, 0.3299, 0.0184
O, 9.0874, 0.1052, 23.6591, -0.4354, -0.215, 0.0174
O, 21.6883, -9.6664, -1.197, -0.2566, 0.1784, 0.4979
O, 22.3262, 1.7201, -6.4762, 0.3878, -0.4281, -0.5103
O, 21.5229, 5.6836, -3.7585, 0.3762, -0.0181, -0.057
O, 15.4575, -2.5981, -4.1332, -0.2472, 0.079, -0.1058
O, 9.436, -2.3263, 24.6011, -0.3939, -0.2235, -0.1802
O, 15.3545, 3.5537, 22.9678, 0.1303, 0.5891, 0.0421
O, 13.2644, 2.6396, 21.6995, -0.5117, 0.5209, -0.0367
O, 21.3445, 4.0303, -5.7657, -0.4248, 0.0392, 0.2658
O, 16.9509, -7.8885, 23.4519, -0.0235, -0.1659, 0.2358
O, 22.0596, -8.0982, 23.4897, 0.5977, -0.0942, 0.0695
O, 9.8474, -7.7245, 24.5, -0.2369, 0.0696, 0.0901
O, 15.3889, 2.9876, -5.3172, 0.354, -0.2437, 0.3105
O, 17.4871, -3.5721, -2.6514, -0.0232, 0.174, 0.035
O, 23.0446, 3.7734, -2.2521, -0.4215, -0.0622, -0.4275
O, 18.9706, -5.7115, -5.1366, 0.1778, -0.3078, 0.571
O, -20.1499, -9.4478, 21.8489, -0.2341, 0.1454, 0.435
O, 14.0006, -3.4517, -2.1989, 0.3958, -0.1157, 0.4158
O, 21.1609, -4.3681, -4.5889, 0.4505, -0.2505, -0.0067
O, 17.7524, 2.8179, 23.9269, 0.4947, -0.1414, -0.3636
O, 12.9715, -3.8784, 25.7335, -0.1316, 0.4588, -0.4013
O, 10.4081, -4.0826, 26.2764, -0.1295, 0.1008, 0.2796
O, 12.4368, -8.2849, -3.8979, -0.3374, 0.238, -0.1906
O, -12.8079, 5.2955, 24.5493, -0.3094, 0.089, 0.1685
O, 19.4563, -1.7702, -7.0031, 0.5145, 0.3041, -0.035
O, -17.318, 4.6659, -4.5603, -0.1952, -0.2209, -0.3152
O, -18.1342, 0.1303, -5.4306, 0.0573, 0.5549, 0.1446
O, 11.6321, -5.8136, 24.5836, 0.2465, 0.1501, -0.1032
O, 22.3045, -0.7603, 26.3398, 0.1969, -0.3144, -0.2541
O, 23.7837, 4.8409, -5.0895, 0.0838, -0.3319, 0.1673
O, -15.7982, -1.1906, -2.6967, 0.2173, -0.0235, -0.2191
O, 15.4548, -8.3264, -7.419, 0.3959, -0.3835, -0.0464
O, 19.914, 3.7273, 25.1084, 0.2463, 0.3521, -0.4278
O, 12.9042, 4.7676, 23.1738, 0.2778, -0.0426, 0.3972
O, 23.4416, -7.1913, -7.5473, -0.1564, -0.0077, -0.4998
O, 21.1984, 1.5513, 25.8028, -0.0885, 0.1717, 0.0141
O, -17.3952, 4.0881, 0.5401, 0.4339, -0.2622, 0.1406
O, 14.2875, -1.4411, -7.1402, 0.1595, 0.2041, 0.3446
O, 9.8414, -9.203, -6.8497, 0.306, -0.1854, -0.4781
O, 17.933, -0.7936, 23.198, -0.1865, 0.4587, 0.1254
O, -17.1678, 0.2346, -1.0722, -0.047, -0.3053, 0.342
O, -4.2987, 0.3971, -0.4106, -0.2873, -0.0451, -0.3418
O, -19.8566, 3.839, -0.2162, -0.482, 0.0053, -0.0284
O, -15.9482, 5.6486, -1.2042, -0.6437, -0.1479, -0.1578
O, -19.8525, 5.4041, -4.6996, -0.1112, 0.0649, 0.3356
O, -13.7366, -7.6262, -5.708, 0.3002, -0.3005, 0.3804
O, -19.1023, -5.268, -1.9378, 0.0721, -0.3695, 0.4162
O, -5.989, -6.6019, -1.8874, -0.2414, -0.0564, -0.3983
O, -14.5843, 0.0009, -0.6385, 0.2451, -0.0819, -0.3274
O, -15.2777, 3.2358, -0.7753, 0.1227, -0.3077, 0.4078
O, -13.084, 2.7412, -2.1045, 0.091, -0.0439, -0.3411
O, -15.5568, -8.1444, -3.1748, 0.1892, 0.0428, -0.5879
O, -16.9601, -5.4863, -0.5431, 0.1298, 0.3438, 0.1245
O, -9.3171, -0.2119, -0.6933, -0.0272, -0.0934, 0.0756
O, -9.6137, 3.8417, 1.0382, -0.0189, 0.0822, -0.4147
O, -12.0645, 3.9042, 0.0609, -0.6098, 0.145, 0.1235
O, -16.5713, -1.4663, -6.9184, 0.3242, -0.0727, 0.4533
O, -9.5574, -7.651, 1.0104, 0.0376, 0.2748, -0.4084
O, -9.7516, -3.8347, 0.8463, 0.1279, 0.203, -0.4635
O, -7.2005, 4.3613, 0.16, 0.5184, 0.0273, 0.0076
O, -5.364, 2.7627, -2.5262, 0.135, 0.0008, -0.4318
O, -7.014, -7.659, 0.2561, 0.105, 0.015, -0.0734
O, -6.4386, -9.2846, -1.696, 0.3408, -0.0786, -0.4428
O, -7.3647, -3.758, -0.0847, 0.2196, -0.3504, -0.1631
O, -5.8728, -3.8525, -2.1325, 0.5309, 0.1719, 0.2521
O, -15.0656, 1.5072, 1.5108, 0.0263, 0.1643, -0.2559
O, -15.1945, -1.1379, 1.5992, -0.2095, -0.026, -0.2634
O, -15.1073, 5.1417, 1.1736, 0.5567, 0.0066, -0.0433
O, -15.1547, -7.3265, -0.696, 0.2481, 0.2857, -0.0886
O, -15.3765, -3.7286, 2.2879, 0.4392, -0.0516, -0.408
O, -15.5153, -6.2485, 1.5543, 0.2038, -0.4474, -0.081
O, -3.8875, -1.3478, 1.4881, 0.0887, -0.2073, -0.5596
O, -4.4835, -8.1586, -0.337, 0.0755, -0.2623, -0.6763
O, -3.8365, -3.8822, 2.2351, 0.005, -0.0756, -0.5753
O, -3.9431, -6.4216, 1.527, -0.16, 0.2735, -0.1762
O, -16.3892, -2.0086, 20.1333, -0.4521, -0.1646, -0.0519
O, -6.6628, -9.3177, 20.2764, -0.1327, 0.5621, 0.3051
O, -8.1722, -5.5703, 20.1657, 0.2637, 0.0062, -0.0421
O, -17.878, -5.6089, 21.263, 0.1619, 0.4196, 0.0346
O, -19.423, -1.605, 20.2694, 0.3594, 0.4912, 0.1366
O, -17.8476, -2.0645, 22.2904, 0.1344, -0.2896, 0.5395
O, -3.6338, -0.0526, -2.9204, -0.5227, -0.0702, -0.2841
O, -18.4055, 2.345, -1.8206, 0.3521, 0.0925, -0.2437
O, -3.5591, 4.7303, -2.3612, 0.2656, 0.4053, 0.2429
O, -17.4412, -7.8101, 0.5922, 0.1377, -0.3786, -0.1326
O, -4.993, -6.7827, -6.354, 0.6147, 0.1077, 0.1368
O, -5.2682, -5.4219, -4.1117, 0.3566, -0.1253, -0.2807
O, -7.2721, -6.9083, -5.078, -0.1702, -0.0853, 0.6353
O, 17.6326, 3.4908, 26.4315, 0.2754, 0.0426, 0.3635
O, -15.332, 1.4213, -2.6666, -0.3709, -0.025, -0.5057
O, -15.0544, 3.9845, -3.3254, 0.0226, 0.3861, 0.1422
O, -7.4772, -0.4787, -5.1384, -0.3399, -0.6605, 0.3987
O, 24.4886, 5.2401, 24.7606, 0.1308, -0.033, -0.5604
O, -16.3739, -7.4526, -5.4452, -0.3, 0.4498, -0.3144
O, -11.3823, -0.2954, -2.2202, -0.3443, -0.1243, -0.0737
O, -10.1505, -2.0475, -3.7769, -0.14, 0.0081, 0.1005
O, -10.7525, 1.9926, -1.14, 0.4046, 0.2703, 0.0667
O, -11.0309, 4.3706, -2.3296, -0.2381, -0.0183, -0.3921
O, -10.9415, -8.3366, -2.3872, 0.1009, 0.4831, -0.1822
O, -10.8508, -4.2381, -2.4407, 0.333, -0.229, -0.1221
O, -14.0776, -5.1877, -4.7503, -0.6676, -0.084, 0.0887
O, -7.2539, 1.1537, -1.6293, 0.0195, 0.1867, -0.3583
O, -7.1228, -1.5145, -1.4747, 0.684, 0.0673, -0.1751
O, -7.3572, 1.933, -4.1162, 0.2109, 0.6738, -0.3422
O, -13.4897, -5.536, -7.2697, 0.112, -0.183, -0.1164
O, -10.7597, -4.4255, -7.1301, -0.075, -0.3411, -0.2489
O, -8.3741, -3.556, -2.5815, 0.1796, -0.4615, 0.0172
O, -17.118, 0.2675, 21.2759, 0.027, -0.0407, 0.1906
O, -18.601, -7.9807, 23.3545, 0.147, -0.0848, 0.2164
O, -13.6783, -3.2871, 23.3618, 0.1798, -0.189, -0.281
O, -15.7529, -6.7859, 22.1452, -0.2693, -0.1172, 0.3189
O, -10.2213, -4.2921, 26.0472, -0.0533, -0.1283, 0.0485
O, -15.1936, 1.3095, 23.7923, 0.4497, -0.57, 0.2511
O, -13.2311, 5.4594, 21.9493, 0.0163, -0.0381, 0.216
O, -6.4793, -2.1902, -6.8285, -0.1332, 0.0969, -0.3124
O, -8.8129, -3.691, 23.8866, 0.2259, 0.0014, 0.1524
O, -10.822, -0.9763, 25.0528, 0.0294, -0.3935, 0.5277
O, -9.3643, 2.1867, 21.6551, 0.2198, 0.3779, 0.6547
O, -9.0407, -0.1993, 20.6645, 0.3015, 0.3744, -0.1381
O, -9.6064, 5.4591, 21.6984, -0.0793, -0.4322, 0.4438
O, -8.01, 0.38, 23.0377, -0.1512, -0.4822, 0.6536
O, -9.8229, -7.3851, 21.1425, -0.4121, -0.405, -0.1387
O, -10.0957, -4.8569, 21.8702, -0.5444, 0.0135, 0.3966
O, -11.9561, -0.41, -4.7558, -0.1748, 0.4649, -0.0386
O, -8.7279, -2.6833, 21.4613, 0.4414, 0.0073, 0.0397
O, -5.9476, 1.2701, 21.6488, 0.341, -0.4749, 0.1053
O, -10.9071, -2.5033, 22.8896, -0.3835, -0.064, -0.0899
O, -21.0724, 3.7991, 20.7528, -0.2006, 0.1043, 0.5711
O, -19.7571, -3.829, 21.6031, -0.564, 0.1588, 0.2287
O, -20.2604, -6.3018, 22.2141, -0.5537, -0.0431, 0.1073
O, -15.2967, -3.2428, 25.3271, -0.177, 0.3526, 0.0172
O, -20.3833, -1.5213, 22.6765, -0.4509, 0.1011, -0.0828
O, -5.5963, 0.2648, -6.783, -0.4779, 0.5793, 0.2587
O, -8.6285, 1.5701, -6.3899, 0.0977, -0.073, -0.4717
O, -13.4695, -0.5589, -6.879, -0.7335, -0.2326, 0.2426
O, -15.5374, 2.231, 26.2589, -0.4233, 0.0957, 0.4913
O, -13.3395, -5.8266, 21.8229, 0.3209, 0.0605, 0.1687
O, -12.8406, -4.2021, 25.7461, 0.1019, -0.2391, -0.1665
O, -15.0671, 5.5332, -5.5079, 0.5025, -0.0713, -0.0147
O, -11.3221, -8.4653, 23.0187, -0.0745, 0.3192, 0.0533
O, -10.6093, 0.1562, 22.7223, -0.561, 0.395, -0.1718
O, -6.7927, 2.5852, 23.789, -0.1746, 0.2708, -0.143
O, -12.4067, -7.7844, 26.6925, -0.1705, 0.3591, -0.5443
O, -8.584, -6.0383, 24.9525, 0.0591, -0.0047, -0.0946
O, 24.9481, 3.2081, 26.3502, 0.3022, 0.2307, 0.2305
O, -4.9766, -1.3468, -4.79, -0.1673, -0.5211, 0.6277
O, -8.704, -8.9226, -6.1857, -0.2986, 0.0176, -0.4041
O, 2.038, -8.8562, -1.9189, 0.0272, -0.4851, -0.3094
O, 24.4091, 0.2084, 24.0373, -0.2634, -0.073, 0.4451
O, -19.4909, -0.6563, 25.015, 0.2315, -0.1692, -0.1841
O, -14.5465, -5.5435, 24.1978, -0.4828, -0.1342, 0.1818
O, -2.5949, -2.2139, -3.9921, -0.3203, -0.4789, -0.3883
O, -1.307, 1.0227, -7.311, 0.0388, 0.0911, -0.3614
O, 23.1365, -3.914, 26.3311, -0.0357, -0.2025, 0.5441
O, -9.4368, -6.4529, -6.4945, -0.4446, -0.2358, -0.4732
O, -11.9599, -7.81, 0.0421, -0.372, 0.0231, -0.1189
O, 23.1555, -8.2136, 25.9071, 0.0479, -0.1824, 0.5665
O, -10.1315, -8.0947, 25.4855, -0.2492, -0.2991, -0.3978
O, -9.6115, 0.5385, -4.0743, -0.2338, 0.3175, 0.1298
O, 24.6241, -2.3161, 24.8437, 0.0739, -0.2096, -0.4055
O, -9.0092, -9.6658, -1.2665, -0.2906, 0.1955, 0.146
O, 15.6224, 1.2163, 24.0878, 0.5311, -0.6632, -0.1231
O, -9.2572, 5.5759, -3.8469, -0.0727, 0.0412, -0.0933
O, -15.5496, -3.187, -4.2307, -0.0391, -0.0093, -0.286
O, -13.1771, -2.7006, -5.1619, -0.0641, -0.0611, 0.0833
O, -17.639, 2.8037, 21.6164, -0.167, 0.2007, -0.0695
O, -13.409, -3.786, -2.6601, -0.11, 0.4434, 0.2186
O, -9.4629, 3.9777, -5.919, -0.4255, -0.0433, -0.0479
O, -13.8046, -7.8909, 23.4898, -0.2366, -0.1343, 0.6804
O, -8.6925, -8.1273, 23.3769, 0.5205, 0.063, -0.1822
O, -21.0116, -7.6254, 24.3607, -0.5048, 0.0713, -0.2414
O, -15.5432, 2.9193, -5.5919, 0.0349, -0.3171, 0.3693
O, -17.1543, 0.3286, 25.5698, 0.2261, -0.301, -0.4256
O, -7.706, 3.7446, -2.2884, -0.706, -0.0667, -0.2949
O, -11.7041, -6.0204, -5.308, -0.1891, -0.1955, 0.414
O, -1.989, 4.0259, 0.5148, 0.1559, -0.1418, 0.1254
O, -17.0679, -3.5173, -2.1362, 0.0074, 0.3401, 0.6655
O, -9.6242, -4.4541, -4.7322, 0.316, -0.1597, -0.2826
O, -13.0597, 2.8421, 23.7123, 0.2044, -0.3972, -0.1226
O, -17.869, -3.8032, 25.7874, -0.1503, 0.287, -0.1878
O, -19.3034, 1.4092, 26.7105, 0.1811, 0.3853, 0.1761
O, -19.2866, -5.6496, 24.5616, 0.2296, 0.4214, -0.4396
O, -18.1343, -8.3054, -3.6763, -0.7578, 0.1983, 0.4055
O, -17.9536, 4.8756, 23.1655, 0.153, -0.0004, 0.4437
O, -11.2878, -1.9024, -6.8219, 0.3518, 0.2458, -0.0964
O, -1.9728, 4.4711, -4.4465, -0.1024, -0.2874, -0.2841
O, -2.737, -0.0602, -5.4196, 0.1906, 0.5874, 0.1636
O, -8.5356, -0.9223, 26.3775, 0.1152, -0.0899, -0.583
O, 4.6365, -8.5706, -2.0993, 0.2457, 0.3674, -0.2142
O, 13.6972, 0.1389, 21.0042, -0.0456, 0.0016, 0.1616
O, -20.5243, -8.7826, 26.6789, 0.2461, -0.1138, -0.2696
O, -10.8843, 3.5824, 25.0299, 0.1994, 0.1413, -0.6092
O, -15.4943, 3.6876, 22.8181, 0.0391, 0.6016, -0.4977
O, -4.5306, 5.6975, 22.0179, -0.3839, 0.0732, 0.4178
O, -17.3628, 2.6194, 24.3144, -0.4587, 0.185, 0.5189
O, -9.7105, 1.3511, 25.7218, 0.3542, 0.0925, -0.268
O, 6.8575, 1.5025, -6.3861, 0.0361, -0.1765, -0.6902
O, -21.0721, -9.1334, -6.8857, -0.2835, -0.0743, -0.0335
O, -12.8772, -0.8528, 23.274, -0.467, 0.4054, -0.0076
O, 8.3741, 1.4007, -4.1975, 0.3388, 0.114, -0.3597
O, -12.5071, -6.1989, -1.922, -0.416, -0.0906, -0.2776
O, 8.4342, 4.6521, -5.157, 0.1513, -0.3743, 0.495
O, 13.539, -5.9264, -3.1624, 0.0795, 0.1571, -0.3619
O, -6.5931, -4.6954, -6.3144, -0.2558, 0.155, 0.1431
O, -20.3784, 3.8019, -6.7039, 0.3097, -0.4972, 0.5973
O, -20.3956, -4.0639, 26.4519, -0.2251, 0.1734, 0.3827
O, 13.5999, 0.3856, 25.8105, 0.0965, -0.2957, 0.1554
O, -1.9498, 2.373, 24.4126, -0.6599, -0.1536, 0.3421
O, 24.26, -9.2282, -1.6771, 0.3414, -0.0183, -0.3307
O, 14.5072, -7.4034, -5.1574, -0.1665, 0.3266, -0.3303
O, 5.9763, 0.2981, -4.1339, -0.2544, 0.4086, 0.2122
O, 4.4166, 4.1859, -2.3167, 0.0193, 0.0414, -0.1775
O, 18.6368, -5.8562, -1.8708, -0.1696, -0.0587, -0.1873
O, -13.1244, 3.2297, 26.3151, 0.2448, 0.1767, 0.2244
O, -7.0241, 4.7165, -5.1723, 0.1547, -0.2063, 0.3765
O, -16.9769, -5.9452, -3.2369, -0.0598, 0.2008, -0.1225
O, 22.4729, 3.8009, 25.6849, -0.0504, 0.3404, 0.1505
O, 8.587, -4.6287, -6.3092, -0.5756, 0.1294, 0.1206
O, 3.0721, -6.3624, -1.8914, -0.2931, -0.0799, -0.5056
O, -15.3219, -1.3371, 22.4462, -0.2005, 0.2833, 0.1956
O, 16.5729, 1.9019, -7.4977, 0.4406, 0.3542, -0.1298
O, 0.2606, 1.0518, 24.1149, 0.1213, -0.7565, -0.1408
O, 1.7753, -4.0898, -2.5363, -0.3393, 0.2795, 0.1922
O, -0.1316, 2.2598, 26.4025, -0.2254, 0.2356, 0.2069
O, -13.423, -8.7717, -1.8742, 0.1028, -0.5053, -0.1839
O, 0.4146, 1.4017, 1.5239, 0.0739, 0.232, 0.0128
O, 24.0324, -4.5685, -6.1697, -0.5748, 0.1187, 0.3449

Results
total energy: -313715.134 eV
total energy less fixed offsets of O -438.25, Si -107.07 eV per atom: -10.044 eV
